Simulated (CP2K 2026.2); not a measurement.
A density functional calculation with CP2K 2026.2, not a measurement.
Periodic cell of 3024 atoms, Si2160O864, from a study of silicon, its oxide and their interface. The atomic structure is a simulated model.
Doubt: the forces sum to 2.76 eV/angstrom along one axis rather than to zero, so they err by at least 0.0009 eV/angstrom per atom on average; the grid cutoff is modest.

Settings: functional PBE; method Gaussian and plane waves; basis set DZVP-MOLOPT-SR-GTH; pseudopotentials GTH-PBE; grid cutoff 300 Ry, relative cutoff 40 Ry; k points Gamma only; occupations fixed; spin none; net charge 0.

Cell vectors (angstrom)
a	97.92	0	0
b	0	16.32	0
c	-5.7287	5.6668	33.2762

Atoms: element, x, y, z (angstrom)
Si	1.117	-1.072	0.13
Si	4.405	1.005	0.085
Si	1.38	4.08	0.279
Si	4.07	7.041	0.246
Si	1.782	-7.168	0.176
Si	4.389	-4.26	0.204
Si	6.653	-1.239	0.276
Si	9.394	1.686	0.279
Si	7.144	3.824	0.28
Si	9.906	6.515	0.081
Si	6.66	9.886	-0.158
Si	9.846	-4.356	0.199
Si	12.583	-1.439	0.369
Si	15.593	0.991	0.163
Si	12.149	4.268	0.239
Si	15.158	6.551	0.233
Si	12.059	-6.541	0.213
Si	14.642	-3.748	0.309
Si	2.766	-0.023	1.45
Si	5.501	2.641	1.444
Si	2.917	5.388	1.487
Si	5.624	8.301	1.396
Si	2.815	-5.468	1.44
Si	5.51	-2.762	1.599
Si	8.252	-0.003	1.484
Si	10.983	2.759	1.596
Si	8.286	5.475	1.474
Si	10.929	-8.178	1.47
Si	8.224	-5.493	1.416
Si	10.945	-2.695	1.504
Si	13.831	0.088	1.566
Si	16.453	2.745	1.501
Si	13.655	5.419	1.605
Si	16.22	-8.119	1.566
Si	13.557	-5.372	1.591
Si	16.221	-2.726	1.731
Si	1.46	1.321	2.86
Si	4.215	4.026	2.84
Si	1.562	6.726	2.907
Si	4.219	9.562	2.837
Si	1.392	-4.071	2.724
Si	4.092	-1.389	2.862
Si	6.857	1.316	2.861
Si	9.608	4.139	2.922
Si	6.902	6.859	2.783
Si	9.522	-6.859	2.841
Si	6.935	-4.106	2.867
Si	9.592	-1.344	2.86
Si	12.362	1.386	2.894
Si	15.006	4.03	2.91
Si	12.298	6.845	2.903
Si	14.915	-6.739	2.926
Si	12.226	-4.021	2.966
Si	14.965	-1.294	3.069
Si	0.027	-0.028	4.145
Si	2.803	2.71	4.2
Si	0.074	5.392	4.144
Si	2.877	8.162	4.205
Si	0.076	-5.444	4.119
Si	2.73	-2.757	4.175
Si	5.478	-0.023	4.214
Si	8.205	2.733	4.216
Si	5.552	5.45	4.159
Si	8.202	-8.171	4.254
Si	5.534	-5.419	4.235
Si	8.242	-2.706	4.234
Si	10.955	0.015	4.228
Si	13.638	2.745	4.317
Si	10.939	5.495	4.289
Si	13.592	-8.105	4.3
Si	10.858	-5.445	4.239
Si	13.572	-2.672	4.357
Si	1.277	-1.381	16.443
Si	4.007	1.369	16.501
Si	1.273	4.08	16.445
Si	4.001	6.787	16.426
Si	1.243	-6.792	16.408
Si	3.967	-4.089	16.452
Si	6.731	-1.323	16.495
Si	9.494	1.42	16.534
Si	6.748	4.078	16.527
Si	9.471	-9.53	16.596
Si	6.719	-6.812	16.488
Si	9.503	-4.068	16.539
Si	12.241	-1.332	16.55
Si	14.938	1.407	16.579
Si	12.196	4.152	16.627
Si	14.931	-9.426	16.619
Si	12.235	-6.791	16.611
Si	14.962	-4.053	16.601
Si	2.635	-0.038	17.815
Si	5.349	2.748	17.883
Si	2.628	5.467	17.806
Si	5.326	8.131	17.812
Si	2.512	-5.39	17.794
Si	5.324	-2.709	17.785
Si	8.118	0.045	17.84
Si	10.814	2.772	17.968
Si	8.096	5.401	17.948
Si	10.845	-8.164	17.956
Si	8.093	-5.451	17.83
Si	10.899	-2.713	17.896
Si	13.587	0.016	17.946
Si	16.333	2.794	17.88
Si	13.526	5.58	17.989
Si	16.29	-8.092	18.033
Si	13.648	-5.462	17.98
Si	16.309	-2.674	17.971
Si	1.197	1.312	19.096
Si	3.945	4.136	19.211
Si	1.273	6.786	19.214
Si	3.83	-6.843	19.036
Si	1.215	-4.016	19.279
Si	3.967	-1.416	19.212
Si	6.738	1.376	19.21
Si	9.445	4.076	19.414
Si	6.651	6.756	19.224
Si	9.414	-6.816	19.226
Si	6.694	-4.07	19.095
Si	9.503	-1.315	19.171
Si	12.209	1.391	19.273
Si	15.003	4.229	19.196
Si	12.147	-9.433	19.483
Si	14.936	-6.782	19.512
Si	12.279	-4.088	19.27
Si	14.939	-1.314	19.372
Si	-0.166	0.011	20.555
Si	2.545	2.701	20.415
Si	-0.14	5.331	20.429
Si	2.58	8.204	20.609
Si	-0.122	-5.406	20.665
Si	2.562	-2.646	20.706
Si	5.413	-0.076	20.485
Si	8.019	2.663	20.723
Si	5.244	5.467	20.674
Si	8.03	8.132	20.554
Si	5.183	-5.423	20.243
Si	8.074	-2.712	20.418
Si	10.843	0.018	20.63
Si	13.634	2.838	20.449
Si	10.77	5.474	20.863
Si	13.452	-8.033	20.971
Si	10.79	-5.42	20.51
Si	13.623	-2.782	20.729
Si	1.45	-0.914	22.009
Si	3.821	1.16	21.601
Si	0.905	3.698	21.771
Si	4.204	7.176	21.983
Si	1.554	-6.46	21.968
Si	3.837	-4.297	21.796
Si	6.997	-1.221	21.824
Si	9.199	1.036	21.984
Si	6.788	4.269	21.98
Si	8.998	6.577	22.065
Si	6.334	-6.931	21.528
Si	9.626	-3.83	21.727
Si	11.921	-1.661	21.883
Si	15.102	1.78	21.927
Si	12.499	4.244	21.927
Si	14.633	-9.741	22.144
Si	11.837	-6.632	22.201
Si	15.323	-3.805	22.106
Si	5.799	-3.161	24.034
Si	15.835	-6.41	-6.747
Si	6.479	3.128	24.841
Si	0.287	8.127	23.965
Si	10.854	-6.952	-4.726
Si	4.031	1.584	24.508
Si	7.825	-5.283	23.719
Si	9.594	-7.794	24.156
Si	8.429	2.681	-6.093
Si	22.698	-5.227	-7.016
Si	18.597	0.12	-6.259
Si	3.961	-1.382	25.726
Si	13.088	2.292	24.124
Si	12.18	-2.109	-5.655
Si	19.04	2.882	-2.021
Si	12.231	-1.935	24.826
Si	15.946	4.052	-6.634
Si	21.735	6.222	-1.961
Si	3.036	-2.38	-1.979
Si	10.65	-0.231	-1.549
Si	12.776	3.422	-2.719
Si	1.096	-1.267	25.152
Si	6.127	0.806	-5.048
Si	1.981	-4.577	-3.77
Si	4.088	0.288	-2.787
Si	11.985	-4.284	-3.861
Si	10.267	-1.883	-3.752
Si	5.421	5.271	-1.877
Si	13.769	-8.047	-4.896
Si	17.23	-5.741	-2.524
Si	10.634	4.373	-4.445
Si	20.344	4.153	-6.892
Si	17.147	2.347	-4.534
Si	13.437	5.108	-5.084
Si	13.312	7.885	-1.976
Si	16.448	-2.013	-6.415
Si	14.584	-1.479	-4.016
Si	6.503	4.905	-6.631
Si	2.823	6.554	24.826
Si	1.279	5.729	-4.33
Si	17.98	-4.492	-6.586
Si	25.502	-3.279	-3.108
Si	5.908	-2.039	-6.192
Si	14.763	-4.352	-2.691
Si	6.341	-5.07	-5.593
Si	6.744	-6.947	-3.272
Si	10.469	6.992	-2.806
Si	12.183	-5.105	24.909
Si	14.793	1.262	-2.795
Si	24.067	3.923	-4.071
Si	21.073	4.194	-3.943
Si	8.577	-2.379	-1.644
Si	9.2	1.777	24.891
Si	19.452	5.145	24.012
Si	17.636	-1.284	0.641
Si	20.344	1.216	0.267
Si	17.501	4.462	0.231
Si	20.015	7.209	0.302
Si	17.748	-6.903	0.302
Si	19.822	-3.438	0.172
Si	22.581	-0.987	0.108
Si	26.071	1.24	0.25
Si	22.887	4.143	0.198
Si	25.756	6.909	0.469
Si	23.557	-7.172	0.24
Si	26.157	-4.163	-0.094
Si	28.226	-1.048	0.29
Si	31.242	1.461	0.123
Si	27.964	4.7	0.106
Si	31.46	6.693	0.066
Si	28.32	-6.457	0.035
Si	31.536	-4.077	-0.096
Si	19.032	0.093	1.832
Si	21.451	2.892	1.549
Si	18.942	5.624	1.647
Si	21.777	-8.099	1.512
Si	18.939	-5.247	1.472
Si	21.572	-2.563	1.513
Si	24.314	0.113	1.356
Si	27.1	2.941	1.491
Si	24.34	5.434	1.587
Si	27.206	-7.942	1.532
Si	24.534	-5.317	1.307
Si	27.073	-2.649	1.487
Si	29.829	0.173	1.473
Si	32.456	2.94	1.484
Si	29.767	5.654	1.368
Si	32.68	-8.012	1.278
Si	29.889	-5.214	1.26
Si	32.573	-2.45	1.285
Si	17.687	1.506	3.063
Si	20.243	4.226	3.003
Si	17.582	6.93	3.001
Si	20.399	-6.63	2.798
Si	17.626	-4.065	3.009
Si	20.387	-1.298	3.079
Si	23.001	1.512	2.793
Si	25.741	4.16	2.943
Si	23.012	6.834	2.935
Si	25.815	-6.594	2.845
Si	23.061	-4.002	2.695
Si	25.654	-1.265	2.775
Si	28.498	1.57	2.818
Si	31.088	4.28	2.792
Si	28.558	7.008	2.843
Si	31.26	-6.635	2.622
Si	28.547	-3.948	2.766
Si	31.211	-1.214	2.764
Si	16.333	0.085	4.377
Si	18.994	2.855	4.417
Si	16.287	5.472	4.307
Si	19.032	-8.008	4.235
Si	16.279	-5.423	4.337
Si	18.986	-2.673	4.35
Si	21.766	0.132	4.294
Si	24.373	2.793	4.248
Si	21.68	5.526	4.329
Si	24.438	-8.034	4.173
Si	21.752	-5.319	4.185
Si	24.375	-2.641	4.159
Si	27.095	0.127	4.098
Si	29.849	2.883	4.205
Si	27.163	5.599	4.172
Si	29.951	-7.954	4.126
Si	27.205	-5.286	4.187
Si	29.879	-2.578	4.134
Si	17.679	-1.32	16.576
Si	20.429	1.444	16.532
Si	17.715	4.151	16.546
Si	20.419	-9.476	16.475
Si	17.65	-6.768	16.576
Si	20.431	-4.015	16.514
Si	23.167	-1.26	16.503
Si	25.909	1.442	16.501
Si	23.197	4.158	16.508
Si	25.963	-9.433	16.458
Si	23.203	-6.69	16.449
Si	25.935	-3.969	16.448
Si	28.6	-1.245	16.446
Si	31.339	1.426	16.373
Si	28.657	4.162	16.441
Si	31.358	-9.451	16.357
Si	28.64	-6.682	16.428
Si	31.315	-3.989	16.377
Si	19.062	0.065	17.887
Si	21.798	2.825	17.876
Si	19.054	5.543	17.911
Si	21.852	-8.121	17.725
Si	19.059	-5.4	17.851
Si	21.829	-2.662	17.85
Si	24.497	0.127	17.879
Si	27.338	2.781	17.833
Si	24.643	5.497	17.822
Si	27.338	-8.065	17.813
Si	24.584	-5.322	17.803
Si	27.267	-2.604	17.841
Si	29.976	0.107	17.798
Si	32.743	2.792	17.651
Si	30.067	5.497	17.781
Si	32.733	-8.097	17.683
Si	29.999	-5.333	17.808
Si	32.639	-2.585	17.699
Si	17.661	1.402	19.242
Si	20.449	4.203	19.235
Si	17.696	-9.456	19.349
Si	20.479	-6.819	19.072
Si	17.689	-4.096	19.265
Si	20.469	-1.304	19.196
Si	23.145	1.507	19.281
Si	26.035	4.146	19.208
Si	23.255	-9.419	19.08
Si	25.942	-6.695	19.137
Si	23.23	-3.996	19.204
Si	25.848	-1.268	19.203
Si	28.703	1.46	19.256
Si	31.433	4.063	19.115
Si	28.789	-9.396	19.147
Si	31.419	-6.746	19.079
Si	28.672	-3.934	19.213
Si	31.298	-1.273	19.149
Si	16.315	0.099	20.725
Si	18.996	2.847	20.513
Si	16.271	5.553	20.72
Si	19.194	-8.106	20.568
Si	16.431	-5.448	20.812
Si	19.117	-2.697	20.501
Si	21.747	0.075	20.607
Si	24.596	2.88	20.609
Si	21.922	5.581	20.474
Si	24.613	-8.081	20.474
Si	21.908	-5.531	20.372
Si	24.49	-2.61	20.655
Si	27.253	0.101	20.521
Si	30.136	2.762	20.671
Si	27.503	5.517	20.492
Si	30.238	-8.134	20.562
Si	27.294	-5.367	20.502
Si	30.01	-2.559	20.691
Si	17.575	-1.559	21.854
Si	20.37	1.546	21.843
Si	17.425	3.9	21.927
Si	20.802	-9.234	21.854
Si	18.231	-6.522	21.983
Si	20.424	-4.296	21.601
Si	23.411	-0.904	21.969
Si	25.745	1.287	21.88
Si	23.578	4.625	21.82
Si	25.912	-9.609	21.687
Si	23.012	-7.025	21.845
Si	26.09	-3.837	21.862
Si	28.232	-1.504	21.914
Si	31.825	1.559	21.875
Si	29.161	4.533	21.895
Si	31.573	-9.759	21.805
Si	28.962	-6.526	21.701
Si	31.191	-4.281	21.824
Si	18.58	-4.047	25.48
Si	32.347	-3.709	-2.995
Si	30.522	-0.258	-6.815
Si	15.046	6.889	25.235
Si	28.18	-3.584	-4.506
Si	22.059	-1.226	24.849
Si	30.231	5.938	-6.266
Si	33.351	1.611	-4.178
Si	23.523	0.853	-7.026
Si	36.827	4.931	-3.959
Si	28.551	3.972	24.894
Si	28.702	-6.259	-5.605
Si	27.658	6.617	26.102
Si	32.112	-8.126	-6.701
Si	23.814	2.608	25.927
Si	27.862	-0.784	24.895
Si	24.874	-5.696	24.042
Si	35.686	-7.171	-2.181
Si	19.532	-3.894	-2.729
Si	29.329	2.895	-2.06
Si	21.885	3.312	23.802
Si	21.232	-3.876	24.302
Si	19.15	-0.145	24.106
Si	25.616	6.016	-5.358
Si	23.282	-4.906	-3.951
Si	31.47	-6.409	-4.415
Si	27.606	0.838	-3.691
Si	24.318	2.432	-1.771
Si	15.702	-4.095	25.156
Si	34.831	-2.379	-2.201
Si	28.93	2.045	-6.269
Si	27.211	-7.802	23.893
Si	35.202	2.979	-2.185
Si	21.227	-6.536	25.802
Si	29.885	-8.115	-2.219
Si	31.247	3.688	26.061
Si	31.546	-0.906	-3.905
Si	18.559	-7.146	24.951
Si	22.888	-2.155	-2.845
Si	20.579	-3.329	-6.955
Si	26.511	1.843	24.925
Si	38.298	-5.411	-2.097
Si	24.622	1.238	-4.271
Si	29.139	-1.61	-2.593
Si	20.393	-7.343	-6.678
Si	19.729	-6.622	-3.705
Si	22.244	-7.265	-2.384
Si	28.977	-3.207	26.039
Si	28.162	7.157	-4.499
Si	41.05	6.363	-3.821
Si	31.008	3.578	-4.599
Si	20.52	-1.593	-4.488
Si	36.311	7.806	-4.717
Si	33.829	1.975	25.761
Si	33.529	-0.696	0.002
Si	36.934	1.468	-0.004
Si	33.614	4.417	0.105
Si	36.852	6.944	-0.143
Si	33.804	-6.35	-0.013
Si	36.847	-3.692	-0.091
Si	39.122	-0.842	-0.047
Si	42.171	1.535	0.203
Si	39.974	3.815	0.185
Si	41.986	7.298	0.276
Si	39.638	-6.907	0.097
Si	42.448	-4.2	0.27
Si	45.03	-1.775	0.364
Si	47.755	0.819	-0.111
Si	44.931	4.15	-0.261
Si	47.711	6.761	0.152
Si	44.6	-6.458	0.181
Si	47.431	-3.79	0.145
Si	35.269	0.314	1.254
Si	38.17	2.878	1.376
Si	35.366	5.601	1.189
Si	38.062	-8.056	1.375
Si	35.447	-5.185	1.208
Si	38.034	-2.376	1.383
Si	40.834	0.021	1.355
Si	43.757	2.779	1.33
Si	40.959	5.524	1.42
Si	43.507	-7.942	1.611
Si	40.725	-5.28	1.383
Si	43.545	-2.812	1.763
Si	46.246	-0.081	1.428
Si	48.818	2.667	1.089
Si	46.122	5.514	1.298
Si	48.96	-8.117	1.482
Si	46.286	-5.4	1.421
Si	49.099	-2.711	1.374
Si	33.937	1.589	2.724
Si	36.718	4.254	2.63
Si	34.031	6.951	2.648
Si	36.69	-6.624	2.648
Si	34.019	-3.845	2.6
Si	36.598	-1.083	2.69
Si	39.489	1.443	2.727
Si	42.347	4.155	2.721
Si	39.456	6.867	2.712
Si	42.074	-6.602	2.861
Si	39.385	-3.855	2.683
Si	42.12	-1.311	2.809
Si	44.976	1.384	2.742
Si	47.531	4.057	2.572
Si	44.876	6.878	2.768
Si	47.613	-6.755	2.794
Si	44.989	-4.138	2.959
Si	47.678	-1.397	2.763
Si	32.615	0.158	4.078
Si	35.352	2.912	4.044
Si	32.603	5.621	4.034
Si	35.348	-7.998	4.035
Si	32.643	-5.259	3.971
Si	35.323	-2.529	4.048
Si	38.045	0.165	4.077
Si	40.878	2.819	4.042
Si	38.064	5.558	4.06
Si	40.758	-8.068	4.115
Si	38.053	-5.279	4.025
Si	40.753	-2.625	4.148
Si	43.532	0.077	4.079
Si	46.293	2.756	4.088
Si	43.569	5.522	4.15
Si	46.269	-8.131	4.124
Si	43.517	-5.396	4.246
Si	46.333	-2.697	4.189
Si	34.062	-1.262	16.349
Si	36.812	1.467	16.336
Si	34.077	4.183	16.312
Si	36.793	-9.419	16.307
Si	34.069	-6.712	16.321
Si	36.776	-3.948	16.274
Si	39.481	-1.275	16.303
Si	42.208	1.459	16.266
Si	39.505	4.162	16.334
Si	42.191	-9.418	16.31
Si	39.53	-6.715	16.279
Si	42.203	-3.99	16.317
Si	44.951	-1.293	16.251
Si	47.64	1.421	16.304
Si	44.939	4.147	16.276
Si	47.627	-9.468	16.227
Si	44.865	-6.73	16.256
Si	47.615	-3.978	16.194
Si	35.512	0.046	17.672
Si	38.172	2.813	17.74
Si	35.471	5.512	17.666
Si	38.16	-8.038	17.637
Si	35.407	-5.279	17.617
Si	38.154	-2.659	17.68
Si	40.831	0.127	17.618
Si	43.598	2.78	17.628
Si	40.835	5.557	17.686
Si	43.547	-8.073	17.693
Si	40.875	-5.389	17.685
Si	43.605	-2.616	17.632
Si	46.287	0.04	17.655
Si	49.004	2.798	17.649
Si	46.293	5.522	17.624
Si	49.021	-8.135	17.548
Si	46.233	-5.314	17.511
Si	48.919	-2.583	17.56
Si	34.144	1.437	18.937
Si	36.817	4.196	19.094
Si	34.116	-9.466	19.008
Si	36.848	-6.569	18.921
Si	34.01	-3.953	18.974
Si	36.857	-1.304	19.091
Si	39.533	1.424	19.099
Si	42.293	4.203	18.954
Si	39.423	-9.422	19.065
Si	42.205	-6.727	19.112
Si	39.512	-4.04	19.034
Si	42.25	-1.179	18.915
Si	44.942	1.404	19.003
Si	47.676	4.221	19.009
Si	44.969	-9.425	19.001
Si	47.65	-6.656	18.751
Si	44.945	-4.007	18.993
Si	47.619	-1.296	19.071
Si	32.752	0.141	20.275
Si	35.525	2.703	20.347
Si	32.925	5.359	20.386
Si	35.433	-7.917	20.151
Si	32.719	-5.305	20.382
Si	35.337	-2.63	20.339
Si	38.294	-0.03	20.525
Si	40.913	2.898	20.324
Si	38.007	5.634	20.542
Si	40.789	-8.09	20.449
Si	38.128	-5.303	20.481
Si	41.016	-2.676	20.178
Si	43.506	0.15	20.404
Si	46.344	2.783	20.291
Si	43.677	5.505	20.382
Si	46.406	-7.979	20.165
Si	43.665	-5.393	20.418
Si	46.25	-2.654	20.441
Si	34.198	-1.035	21.631
Si	36.568	1.089	21.676
Si	34.059	3.775	21.776
Si	36.72	-8.983	21.721
Si	34.336	-6.439	21.591
Si	36.425	-4.155	21.677
Si	39.819	-1.49	21.714
Si	42.523	1.898	21.714
Si	39.732	4.457	21.62
Si	42.035	-9.712	21.621
Si	39.147	-6.992	21.79
Si	42.489	-3.769	21.615
Si	44.591	-1.487	21.673
Si	47.806	1.675	21.748
Si	44.915	3.942	21.697
Si	48.115	-8.863	21.453
Si	45.345	-6.53	21.634
Si	47.457	-4.243	21.724
Si	40.835	0.499	23.784
Si	-48.608	-3.312	-5.862
Si	44.295	-1.837	-6.077
Si	34.08	7.614	23.448
Si	42.983	-3.888	-4.399
Si	37.795	0.612	24.197
Si	41.251	-5.722	23.677
Si	43.525	-7.947	23.668
Si	39.933	0.79	-7.028
Si	48.691	-2.302	23.824
Si	47.556	5.419	-6.644
Si	43.483	6.155	-2.072
Si	46.509	-6.423	-6.802
Si	41.269	-8.138	-6.139
Si	39.639	4.254	24.476
Si	46.35	-0.13	23.855
Si	37.416	-7.212	26.196
Si	-46.027	7.825	-1.921
Si	36.594	-1.131	-4.386
Si	46.219	0.577	-2.915
Si	44.926	4.963	-5.337
Si	37.899	-2.551	23.718
Si	40.996	1.242	-4.397
Si	31.343	-4.461	24.799
Si	39.357	-1.119	-3.072
Si	47.64	-6.812	-4.168
Si	39.926	-3.917	-4.382
Si	37.454	3.765	-6.737
Si	43.543	-5.914	-6.381
Si	-44.424	-3.79	-4.19
Si	43.112	0.325	-2.607
Si	44.465	6.505	25.731
Si	-45.088	3.052	-2.917
Si	37.451	-4.39	25.97
Si	45.893	8.043	-2.064
Si	-45.818	-2.257	-6.182
Si	47.066	-1.637	-4.867
Si	40.376	3.847	-5.491
Si	37.79	6.043	25.577
Si	37.124	0.808	-6.427
Si	42.353	4.278	25.692
Si	-40.9	8.056	-2.073
Si	35.257	4.276	24.665
Si	-48.848	-4.986	-2.031
Si	32.693	-0.274	24.086
Si	38.258	-7.82	-6.867
Si	38.912	5.405	-2.093
Si	-47.161	-6.018	-6.634
Si	46.167	3.511	-3.069
Si	-42.767	7.33	-4.519
Si	48.838	4.006	-4.536
Si	43.05	-2.4	-1.917
Si	48.673	8.099	-6.448
Si	-46.688	5.821	23.738
Si	50.221	-1.159	-0.03
Si	53.147	1.52	-0.205
Si	49.887	4.426	-0.085
Si	53.543	6.44	-0.047
Si	50.408	-6.805	0.248
Si	53.246	-4.494	0.24
Si	56.116	-1.785	-0.053
Si	-39.201	1.023	0.23
Si	55.768	4.197	0.028
Si	-39.211	6.402	-0.003
Si	55.457	-6.669	0.18
Si	-39.695	-4.162	-0.194
Si	-36.943	-1.224	-0.016
Si	-33.878	1.034	0.087
Si	-37.029	4.158	-0.069
Si	-34.126	6.837	0.432
Si	-36.189	-7.215	0.121
Si	-33.587	11.861	-0.009
Si	51.707	0.172	1.183
Si	54.523	2.661	1.299
Si	51.721	5.394	1.137
Si	54.418	-8.297	1.453
Si	51.745	-5.542	1.64
Si	54.443	-2.778	1.278
Si	-40.811	-0.178	1.368
Si	-38.038	2.637	1.425
Si	-40.69	5.336	1.443
Si	-38.016	-8.268	1.222
Si	-40.806	-5.531	1.351
Si	-38.036	-2.98	1.117
Si	-35.37	-0.165	1.399
Si	-32.809	2.782	1.26
Si	-35.538	5.304	1.414
Si	-32.679	8.144	1.657
Si	-35.182	10.773	1.392
Si	-32.576	-2.781	1.27
Si	50.28	1.435	2.57
Si	53.058	4.035	2.586
Si	50.416	6.757	2.647
Si	53.081	-6.976	2.87
Si	50.37	-4.069	2.797
Si	53.06	-1.309	2.544
Si	-42.133	1.25	2.686
Si	-39.405	3.956	2.801
Si	-42.06	6.731	2.757
Si	-39.385	-6.904	2.616
Si	-42.131	-4.121	2.711
Si	-39.366	-1.567	2.616
Si	-36.664	1.271	2.746
Si	-34.128	3.993	2.748
Si	-36.807	6.727	2.756
Si	-33.983	9.527	2.936
Si	-36.677	12.118	2.604
Si	-33.995	-1.523	2.698
Si	49.018	0.047	4.03
Si	51.682	2.72	3.978
Si	48.982	5.393	3.944
Si	51.68	-8.275	4.16
Si	48.988	-5.412	4.137
Si	51.757	-2.659	4.028
Si	-43.524	-0.053	4.027
Si	-40.794	2.597	4.083
Si	-43.501	5.365	4.022
Si	-40.723	-8.203	4.075
Si	-43.463	-5.502	4.086
Si	-40.753	-2.798	4.062
Si	-38.073	-0.128	4.01
Si	-35.378	2.625	4.15
Si	-38.102	5.369	4.147
Si	-35.408	8.086	4.118
Si	-38.051	10.791	3.997
Si	-35.375	-2.84	4.044
Si	50.349	-1.287	16.251
Si	53.044	1.342	16.285
Si	50.37	4.077	16.242
Si	53.1	-9.538	16.273
Si	50.37	-6.771	16.214
Si	53.086	-4.047	16.266
Si	-42.133	-1.39	16.313
Si	-39.419	1.314	16.336
Si	-42.13	4.053	16.325
Si	-39.401	-9.548	16.337
Si	-42.091	-6.821	16.299
Si	-39.434	-4.142	16.367
Si	-36.677	-1.411	16.364
Si	-34.043	1.274	16.293
Si	-36.701	4.034	16.338
Si	-33.992	6.76	16.369
Si	-36.71	9.483	16.367
Si	-33.984	-4.137	16.34
Si	51.71	-0.005	17.682
Si	54.376	2.703	17.644
Si	51.756	5.386	17.599
Si	54.477	-8.191	17.618
Si	51.676	-5.373	17.565
Si	54.444	-2.742	17.687
Si	-40.801	-0.031	17.687
Si	-38.036	2.649	17.693
Si	-40.751	5.4	17.685
Si	-38.072	-8.186	17.74
Si	-40.807	-5.487	17.763
Si	-38.04	-2.792	17.69
Si	-35.323	-0.069	17.775
Si	-32.698	2.672	17.58
Si	-35.363	5.395	17.726
Si	-32.616	8.122	17.734
Si	-35.322	10.825	17.723
Si	-32.648	-2.752	17.695
Si	50.331	1.395	18.996
Si	53.048	4.038	19.061
Si	50.369	-9.574	18.866
Si	53.092	-6.743	18.835
Si	50.285	-3.929	18.834
Si	53.083	-1.399	19.048
Si	55.694	1.336	18.998
Si	-39.375	4.025	19.031
Si	55.783	-9.582	19.039
Si	-39.454	-6.863	19.135
Si	55.731	-4.111	19.127
Si	-39.422	-1.427	19.001
Si	-36.713	1.297	19.108
Si	-34.004	3.984	19.044
Si	-36.697	-9.531	19.107
Si	-33.953	9.492	19.117
Si	-36.682	-4.142	19.085
Si	-33.952	-1.448	19.164
Si	48.976	0.095	20.415
Si	51.671	2.691	20.427
Si	49.073	5.544	20.414
Si	51.749	-8.162	20.058
Si	48.902	-5.251	20.122
Si	51.61	-2.731	20.32
Si	54.411	-0.028	20.443
Si	57.067	2.71	20.294
Si	54.429	5.362	20.427
Si	57.086	-8.242	20.485
Si	54.25	-5.452	20.421
Si	57.204	-2.793	20.414
Si	-38.122	-0.064	20.41
Si	-35.352	2.632	20.487
Si	-38.06	5.395	20.444
Si	-35.242	-8.25	20.494
Si	-38.004	-5.556	20.452
Si	-35.399	-2.761	20.545
Si	50.592	-1.066	21.647
Si	52.834	1.135	21.779
Si	50.099	3.84	21.76
Si	53.167	-9.315	21.505
Si	50.336	-6.712	21.153
Si	52.412	-4.502	21.658
Si	56.057	-1.189	21.669
Si	58.158	1.124	21.574
Si	56.014	4.191	21.786
Si	58.225	-9.869	21.797
Si	55.355	-7.114	21.633
Si	58.815	-3.944	21.737
Si	-37.02	-1.577	21.818
Si	-33.721	1.422	21.684
Si	-36.4	4.332	21.753
Si	-34.01	-9.864	21.736
Si	-36.495	-6.786	21.824
Si	-34.422	-4.392	21.961
Si	-40.042	-4.681	24.595
Si	-37.727	-3.325	25.764
Si	-43.585	2.763	24.083
Si	-38.694	4.689	-6.992
Si	-38.938	-1.856	-4.785
Si	-40.592	-5.205	-5.863
Si	-32.51	2.674	-6.244
Si	-37.752	7.6	24.016
Si	-42.94	4.418	-4.558
Si	-30.773	-3.221	25.775
Si	-41.82	-2.676	-5.04
Si	-35.912	-6.623	-6.344
Si	-34.398	-1.269	-4.331
Si	-40.804	2.324	-2.089
Si	-39.893	4.355	25.796
Si	-35.184	-0.256	23.999
Si	-41.989	-6.925	24.584
Si	-30.053	-8.091	-2.253
Si	-46.439	-3.155	-2.055
Si	-41.944	6.691	25.765
Si	-35.347	2.775	-5.11
Si	-45.108	-3.701	24.666
Si	46.454	4.731	24.442
Si	-45.072	-6.79	-4.327
Si	-42.95	-0.005	-2.153
Si	-39.218	1.845	24.433
Si	-43.664	-0.364	-5.167
Si	-47.209	5.15	-2.82
Si	-37.284	5.238	-4.678
Si	-31.38	-4.052	-4.284
Si	-44.139	2.459	-6.429
Si	-36.996	4.833	24.631
Si	-30.887	2.97	-2.287
Si	-39.88	3.981	-4.404
Si	-36.413	-6.232	-2.717
Si	-30.479	-1.53	-2.903
Si	-34.089	-4.153	-3.077
Si	-47.353	-2.266	26.228
Si	-44.668	5.236	25.715
Si	-46.759	2.029	-5.05
Si	-36.838	1.217	26.059
Si	-28.216	5.728	-6.045
Si	48.389	6.718	24.161
Si	-36.921	-0.562	-2.881
Si	-42.287	-2.48	24.493
Si	-39.357	-5.779	-2.997
Si	-35.437	7.636	-4.194
Si	-32.218	7.128	-4.395
Si	-35.848	2.113	-2.16
Si	-24.763	2.42	-1.857
Si	-26.368	-4.024	-4.374
Si	-37.797	-4.288	-6.45
Si	-38.971	-0.689	25.857
Si	-32.178	2.025	25.893
Si	-31.545	-1.055	0.024
Si	-28.937	1.438	-0.193
Si	-31.99	4.638	-0.034
Si	-28.479	6.508	-0.243
Si	-31.506	9.559	0.252
Si	-28.326	11.719	-0.118
Si	-25.722	-1.671	0.021
Si	-22.836	1.019	0.1
Si	-26.177	4.368	-0.022
Si	-22.913	6.416	-0.06
Si	-25.974	9.585	-0.081
Si	-23.397	12.468	-0.176
Si	-20.576	-1.156	0.034
Si	-17.443	1.051	0.042
Si	-20.861	4.059	0.147
Si	-18.065	6.815	-0.201
Si	-20.167	9.14	0.062
Si	-17.178	11.79	-0.015
Si	-30.058	0.097	1.365
Si	-27.379	2.694	1.123
Si	-30.089	5.456	1.164
Si	-27.271	8.052	1.157
Si	-29.88	10.765	1.379
Si	-27.358	-2.84	1.18
Si	-24.533	-0.095	1.277
Si	-21.904	2.585	1.559
Si	-24.564	5.416	1.312
Si	-21.78	7.997	1.291
Si	-24.435	10.801	1.182
Si	-21.778	-2.796	1.197
Si	-19.042	-0.032	1.381
Si	-16.295	2.656	1.311
Si	-19.14	5.279	1.228
Si	-16.457	7.967	1.236
Si	-18.925	10.741	1.246
Si	-16.259	-2.818	1.333
Si	-31.411	1.453	2.683
Si	-28.723	4.038	2.543
Si	-31.247	6.728	2.771
Si	-28.549	9.367	2.666
Si	-31.221	12.216	2.675
Si	-28.65	-1.398	2.564
Si	-25.956	1.335	2.515
Si	-23.31	4.002	2.739
Si	-25.911	6.789	2.625
Si	-23.131	9.434	2.579
Si	-25.886	12.154	2.552
Si	-23.155	-1.463	2.63
Si	-20.383	1.308	2.773
Si	-17.715	4.004	2.608
Si	-20.436	6.659	2.665
Si	-17.696	9.375	2.686
Si	-20.378	12.142	2.521
Si	-17.705	-1.481	2.662
Si	-32.69	-0.041	4.011
Si	-29.988	2.716	4.031
Si	-32.682	5.357	4.049
Si	-29.905	8.09	4.096
Si	-32.568	10.902	4.134
Si	-29.926	-2.728	4.029
Si	-27.254	-0.057	3.913
Si	-24.654	2.624	4.018
Si	-27.3	5.38	3.929
Si	-24.532	8.135	3.972
Si	-27.202	10.795	3.969
Si	-24.541	-2.811	3.958
Si	-21.804	-0.098	4.01
Si	-19.036	2.691	4.055
Si	-21.843	5.346	4.015
Si	-19.097	8.055	4.025
Si	-21.761	10.803	3.918
Si	-19.096	-2.821	3.982
Si	-31.304	-1.44	16.257
Si	-28.544	1.331	16.236
Si	-31.297	4.053	16.281
Si	-28.545	6.776	16.247
Si	-31.287	9.495	16.347
Si	-28.585	-4.17	16.274
Si	-25.82	-1.421	16.216
Si	-23.117	1.322	16.176
Si	-25.848	4.041	16.234
Si	-23.155	6.743	16.256
Si	-25.845	9.435	16.29
Si	-23.122	-4.131	16.22
Si	-20.438	-1.393	16.186
Si	-17.741	1.338	16.186
Si	-20.463	4.044	16.234
Si	-17.743	6.763	16.144
Si	-20.446	9.457	16.174
Si	-17.73	-4.135	16.142
Si	-29.896	-0.081	17.523
Si	-27.198	2.702	17.606
Si	-29.922	5.453	17.591
Si	-27.191	8.063	17.677
Si	-29.974	10.892	17.727
Si	-27.16	-2.82	17.545
Si	-24.409	-0.068	17.527
Si	-21.818	2.663	17.6
Si	-24.496	5.368	17.63
Si	-21.799	8.137	17.583
Si	-24.439	10.807	17.595
Si	-21.756	-2.764	17.566
Si	-19.11	-0.012	17.548
Si	-16.377	2.734	17.5
Si	-19.134	5.486	17.535
Si	-16.343	8.067	17.494
Si	-19.054	10.794	17.49
Si	-16.393	-2.747	17.477
Si	-31.305	1.266	18.802
Si	-28.574	4.124	18.931
Si	-31.229	6.745	19.063
Si	-28.583	9.467	18.967
Si	-31.318	-4.004	19.153
Si	-28.534	-1.463	18.842
Si	-25.763	1.287	18.838
Si	-23.175	3.987	19.008
Si	-25.816	6.675	19.069
Si	-23.099	9.477	19.011
Si	-25.755	-4.121	18.914
Si	-23.046	-1.36	18.961
Si	-20.428	1.355	18.959
Si	-17.71	4.178	18.813
Si	-20.504	6.794	18.983
Si	-17.721	9.389	18.818
Si	-20.376	-4.169	18.853
Si	-17.746	-1.399	18.843
Si	-32.479	-0.029	20.363
Si	-29.986	2.666	20.073
Si	-32.542	5.291	20.366
Si	-29.921	8.155	20.437
Si	-32.727	10.957	20.53
Si	-29.837	-2.592	20.422
Si	-27.117	-0.134	20.078
Si	-24.529	2.587	20.357
Si	-27.232	5.331	20.463
Si	-24.436	8.105	20.391
Si	-27.136	10.846	20.199
Si	-24.404	-2.77	20.283
Si	-21.659	-0.03	20.413
Si	-19.123	2.899	20.143
Si	-21.883	5.405	20.36
Si	-19.074	8.153	20.291
Si	-21.682	10.848	20.316
Si	-19	-2.833	20.195
Si	-30.702	-0.805	21.759
Si	-28.529	1.293	21.18
Si	-31.485	3.59	21.612
Si	-28.263	7.089	21.711
Si	-31.008	9.88	21.666
Si	-28.628	-4.27	21.496
Si	-25.623	-1.211	21.52
Si	-23.339	1.034	21.694
Si	-26.343	3.421	21.628
Si	-23.278	6.627	21.83
Si	-26.035	9.327	21.57
Si	-22.753	-3.825	21.579
Si	-20.448	-1.694	21.607
Si	-17.571	1.743	21.356
Si	-20.164	4.453	21.622
Si	-17.893	6.649	21.624
Si	-20.087	9.761	21.678
Si	-17.822	-4.436	21.45
Si	-25.836	-1.28	24.535
Si	-21.492	-1.752	25.557
Si	-25.283	5.047	23.822
Si	-34.388	4.155	26.057
Si	-22.993	-0.941	-4.438
Si	-31.114	-0.529	24.783
Si	-24.132	-5.7	23.669
Si	-21.829	-7.871	23.839
Si	-32.819	6.381	24.602
Si	-16.301	-2.818	23.654
Si	-24.75	3.32	-4.76
Si	-19.862	7.293	-4.635
Si	-23.185	4.6	26.091
Si	-20.21	-5.722	-2.487
Si	-18.393	5.401	-2.945
Si	-18.827	-1.229	24.331
Si	-28.388	-4.27	24.477
Si	-15.143	7.907	-3.754
Si	-28.889	-5.344	-2.961
Si	-19.038	-1.983	-4.88
Si	-22.82	1.504	-5.954
Si	-30.832	-5.891	24.573
Si	-32.093	0.725	-3.916
Si	-34.727	-3.149	24.806
Si	-27.846	-1.322	-4.258
Si	-12.377	-7.509	-4.427
Si	-22.193	-7.115	-4.353
Si	-26.898	0.137	-2.01
Si	-25.551	-4.092	25.734
Si	-14.05	-3.188	-5.046
Si	-21.761	-3.299	-5.557
Si	-16.183	1.648	-6.524
Si	-14.701	5.059	-2.683
Si	-20.606	0.583	-4.209
Si	-17.812	-6.785	-3.88
Si	-13.852	-0.284	-6.249
Si	-16.446	-5.123	-5.961
Si	-26.758	3.152	-6.789
Si	-28.188	5.99	24.513
Si	-30.763	4.616	-4.729
Si	-20.451	3.922	24.679
Si	-10.629	7.737	-2.186
Si	-30.543	4.374	24.5
Si	-19.025	-3.003	-2.032
Si	-28.299	-0.1	26.147
Si	-24.357	8.057	-2.374
Si	-25.524	6.325	-4.675
Si	-8.059	-7.74	-5.184
Si	-19.303	2.508	-2.022
Si	-9.489	1.887	-6.555
Si	-12.455	6.102	-6.131
Si	-23.622	-3.53	-3.202
Si	-23.249	0.399	24.563
Si	-15.716	2.314	25.441
Si	-15.208	-1.156	0.028
Si	-12.492	1.559	0.056
Si	-14.708	3.807	0.012
Si	-12.727	7.429	0
Si	-15.025	9.538	0.292
Si	-12.068	11.926	0.099
Si	-9.323	-1.532	0.021
Si	-6.737	1.345	0.381
Si	-8.818	3.608	-0.175
Si	-6.422	6.393	-0.039
Si	-9.949	-6.67	0.027
Si	-7.147	-3.743	0.273
Si	-4.523	-0.785	0.051
Si	-1.084	1.184	0.002
Si	-4.205	4.129	-0.028
Si	-0.717	6.412	0.223
Si	-3.853	-6.936	-0.046
Si	-1.448	-4.069	0.181
Si	-13.645	-0.003	1.369
Si	-10.73	2.73	1.102
Si	-13.594	5.518	1.175
Si	-11.048	8.214	1.48
Si	-13.586	10.867	1.542
Si	-10.89	-2.753	1.314
Si	-8.2	-0.057	1.484
Si	-5.333	2.77	1.538
Si	-8.04	5.322	1.283
Si	-5.399	8.128	1.218
Si	-8.28	-5.501	1.307
Si	-5.453	-2.573	1.372
Si	-2.743	0.114	1.345
Si	0.08	2.607	1.494
Si	-2.591	5.368	1.235
Si	0.223	8.07	1.563
Si	-2.652	-5.567	1.456
Si	-0.032	-2.669	1.415
Si	-14.975	1.338	2.736
Si	-12.12	4.145	2.486
Si	-15.023	6.705	2.622
Si	-12.285	9.518	2.92
Si	-14.933	12.267	2.8
Si	-12.254	-1.386	2.665
Si	-9.569	1.383	2.687
Si	-6.742	4.113	2.815
Si	-9.517	6.741	2.56
Si	-6.801	-6.841	2.583
Si	-9.565	12.197	2.733
Si	-6.79	-1.349	2.843
Si	-3.971	1.418	2.843
Si	-1.301	4.049	2.745
Si	-3.971	6.789	2.602
Si	-1.243	-6.874	2.802
Si	-4.069	-4.066	2.653
Si	-1.403	-1.312	2.744
Si	-16.353	-0.069	4.023
Si	-13.527	2.757	3.925
Si	-16.363	5.361	3.99
Si	-13.7	8.071	4.065
Si	-16.335	10.799	4.02
Si	-13.571	-2.706	4.107
Si	-10.904	-0.007	4.027
Si	-8.151	2.7	4.062
Si	-10.842	5.416	3.985
Si	-8.146	8.113	3.95
Si	-10.882	10.888	4.163
Si	-8.164	-2.776	4.096
Si	-5.39	0.027	4.131
Si	-2.622	2.75	4.186
Si	-5.338	5.49	4.07
Si	-2.661	8.097	4.079
Si	-5.448	-5.46	3.98
Si	-2.713	-2.737	4.079
Si	-15.033	-1.414	16.116
Si	-12.315	1.305	16.152
Si	-15.017	4.068	16.146
Si	-12.311	6.769	16.16
Si	-15.02	9.47	16.149
Si	-12.289	-4.124	16.159
Si	-9.593	-1.399	16.211
Si	-6.875	1.316	16.273
Si	-9.575	4.037	16.161
Si	-6.808	6.782	16.229
Si	-9.558	9.53	16.151
Si	-6.849	-4.107	16.268
Si	-4.134	-1.38	16.341
Si	-1.468	1.31	16.384
Si	-4.149	4.058	16.312
Si	-1.407	6.804	16.388
Si	-4.103	9.54	16.319
Si	-1.414	-4.069	16.393
Si	-13.689	-0.075	17.472
Si	-10.963	2.68	17.482
Si	-13.673	5.412	17.531
Si	-10.972	8.204	17.438
Si	-13.675	10.846	17.484
Si	-10.944	-2.785	17.545
Si	-8.284	-0.034	17.601
Si	-5.514	2.665	17.638
Si	-8.187	5.372	17.493
Si	-5.501	8.187	17.618
Si	-8.226	-5.484	17.587
Si	-5.5	-2.764	17.652
Si	-2.821	-0.048	17.787
Si	-0.138	2.687	17.733
Si	-2.817	5.442	17.682
Si	-0.066	-8.169	17.806
Si	-2.758	-5.438	17.738
Si	-0.105	-2.716	17.826
Si	-15.021	1.32	18.799
Si	-12.294	4.037	18.832
Si	-14.986	6.78	18.926
Si	-12.354	9.482	18.857
Si	-15.056	-4.12	18.812
Si	-12.368	-1.451	18.843
Si	-9.699	1.341	18.912
Si	-6.913	4.004	18.942
Si	-9.539	6.858	18.661
Si	-6.854	9.53	18.994
Si	-9.629	-4.176	18.929
Si	-6.943	-1.437	18.933
Si	-4.24	1.307	19.093
Si	-1.536	4.039	19.061
Si	-4.146	6.876	18.995
Si	-1.388	-6.759	19.151
Si	-4.143	-4.089	19.078
Si	-1.49	-1.404	19.217
Si	-16.467	0.034	20.155
Si	-13.599	2.61	20.169
Si	-16.358	5.455	20.274
Si	-13.648	8.139	20.302
Si	-16.35	10.744	20.102
Si	-13.737	-2.789	20.21
Si	-11.067	-0.086	20.216
Si	-8.338	2.652	20.308
Si	-10.896	5.537	19.948
Si	-8.278	8.118	20.182
Si	-11.044	-5.494	20.262
Si	-8.262	-2.862	20.28
Si	-5.676	-0.081	20.367
Si	-2.921	2.717	20.456
Si	-5.581	5.51	20.204
Si	-2.799	-8.125	20.426
Si	-5.505	-5.462	20.416
Si	-2.86	-2.77	20.591
Si	-14.926	-1.163	21.4
Si	-12.627	0.982	21.605
Si	-15.191	3.754	21.376
Si	-11.968	6.961	21.442
Si	-14.843	9.733	21.572
Si	-12.641	-4.36	21.584
Si	-9.583	-1.365	21.459
Si	-7.425	0.905	21.607
Si	-9.424	4.452	21.331
Si	-7.171	6.564	21.533
Si	-9.867	9.208	21.475
Si	-6.687	-3.904	21.708
Si	-4.555	-1.615	21.747
Si	-1.395	1.562	21.821
Si	-4.526	4.007	21.589
Si	-1.394	6.818	21.689
Si	-3.971	-6.604	21.796
Si	-1.769	-4.351	22.018
Si	-10.795	-3.144	23.751
Si	-1.252	-3.947	-5.902
Si	-10.588	4.176	24.102
Si	-15.931	7.784	23.591
Si	-6.509	7.259	-2.924
Si	-12.734	2.093	24.459
Si	-1.462	7.054	-4.548
Si	-5.435	7.846	23.879
Si	-11.404	-4.76	-5.546
Si	-0.807	-3.682	25.022
Si	-9.23	6.227	25.813
Si	-5.263	5.509	-5.04
Si	1.484	0.168	-4.632
Si	-4.76	-6.419	-2.839
Si	-7.956	3.617	25.307
Si	-3.504	0.475	23.815
Si	-7.695	-7.533	25.687
Si	1.611	-4.321	-6.855
Si	-13.39	-2.574	-2.098
Si	-3.592	0.218	-4.427
Si	-2.491	4.22	-4.846
Si	-15.325	-4.006	26.153
Si	-8.497	-0.884	-6.954
Si	-16.443	4.273	-5.045
Si	-11.215	-0.31	-2.157
Si	-2.828	-6.673	-5.278
Si	-6.727	-3.195	-6.041
Si	-12.315	3.943	-3.853
Si	-8.548	-5.35	23.741
Si	4.038	-6.441	-4.316
Si	-5.017	-2.365	-3.848
Si	2.928	-1.553	-6.823
Si	2.623	4.02	-2.43
Si	-7.991	4.429	-5.767
Si	-1.817	8.044	-1.887
Si	-3.331	5.598	23.9
Si	-1.019	-1.542	-3.924
Si	-11.706	1.264	-4.682
Si	-13.858	5.602	23.346
Si	-15.32	6.413	-6.591
Si	-5.978	2.388	23.405
Si	3.599	7.324	-5.717
Si	-18.413	1.706	24.263
Si	-2.891	-2.389	-1.893
Si	-5.248	-8.048	-6.549
Si	-8.852	-4.818	-4.284
Si	-9.528	4.899	-3.021
Si	4.465	2.822	-6.668
Si	-2.73	2.527	-2.376
Si	6.463	6.702	-4.435
Si	1.824	3.01	-5.129
Si	-6.72	-4.244	-2.525
Si	0.012	-5.853	-1.953
Si	1.918	3.794	24.655
Si	1.373	-1.388	5.522
Si	4.136	1.349	5.573
Si	1.417	4.055	5.539
Si	4.191	6.786	5.564
Si	1.445	9.523	5.5
Si	4.126	-4.073	5.555
Si	6.843	-1.366	5.581
Si	9.57	1.379	5.582
Si	6.864	4.099	5.58
Si	9.557	6.824	5.643
Si	6.85	-6.798	5.609
Si	9.546	-4.072	5.629
Si	12.229	-1.316	5.693
Si	14.957	1.412	5.724
Si	12.272	4.12	5.653
Si	14.937	6.84	5.663
Si	12.222	-6.759	5.646
Si	14.944	-4.035	5.688
Si	17.674	-1.291	5.716
Si	20.396	1.461	5.68
Si	17.632	4.19	5.744
Si	20.347	6.932	5.643
Si	17.675	-6.739	5.677
Si	20.399	-4.018	5.635
Si	23.101	-1.276	5.608
Si	25.781	1.443	5.556
Si	23.067	4.167	5.641
Si	25.808	6.941	5.547
Si	23.093	-6.688	5.562
Si	25.803	-3.947	5.525
Si	28.494	-1.218	5.471
Si	31.259	1.497	5.476
Si	28.501	4.234	5.552
Si	31.29	6.968	5.46
Si	28.562	-6.659	5.521
Si	31.282	-3.954	5.427
Si	33.967	-1.208	5.442
Si	36.696	1.532	5.426
Si	33.968	4.247	5.406
Si	36.707	6.946	5.404
Si	33.972	-6.637	5.384
Si	36.688	-3.925	5.394
Si	39.38	-1.238	5.447
Si	42.187	1.449	5.437
Si	39.455	4.174	5.385
Si	42.154	6.885	5.451
Si	39.393	-6.669	5.42
Si	42.148	-3.97	5.502
Si	44.906	-1.295	5.436
Si	47.661	1.392	5.419
Si	44.935	4.128	5.452
Si	47.668	6.788	5.383
Si	44.892	-6.803	5.511
Si	47.664	-4.064	5.525
Si	50.385	-1.317	5.398
Si	-44.88	1.342	5.361
Si	50.341	4.075	5.364
Si	-44.824	6.712	5.448
Si	50.349	-6.82	5.448
Si	-44.833	-4.083	5.388
Si	-42.133	-1.407	5.384
Si	-39.417	1.241	5.406
Si	-42.155	4.003	5.402
Si	-39.436	6.747	5.478
Si	-42.09	-6.842	5.435
Si	-39.403	12.149	5.397
Si	-36.71	-1.447	5.4
Si	-34.009	1.266	5.458
Si	-36.725	4.012	5.474
Si	-34.012	6.729	5.427
Si	-36.745	9.463	5.445
Si	-34	12.197	5.452
Si	-31.306	-1.382	5.378
Si	-28.608	1.299	5.32
Si	-31.328	4.028	5.431
Si	-28.568	6.714	5.407
Si	-31.253	9.475	5.438
Si	-28.564	12.18	5.335
Si	-25.891	-1.414	5.301
Si	-23.205	1.28	5.325
Si	-25.97	4.023	5.346
Si	-23.187	6.751	5.335
Si	-25.863	9.472	5.367
Si	-23.15	12.156	5.295
Si	-20.445	-1.454	5.354
Si	-17.697	1.299	5.379
Si	-20.456	4.019	5.372
Si	-17.715	6.72	5.364
Si	-20.451	9.452	5.339
Si	-17.728	12.157	5.348
Si	-14.979	-1.372	5.409
Si	-12.252	1.37	5.359
Si	-14.946	4.037	5.322
Si	-12.249	6.739	5.353
Si	-15.008	9.462	5.416
Si	-12.245	12.246	5.473
Si	-9.528	-1.368	5.395
Si	-6.783	1.369	5.447
Si	-9.511	4.07	5.39
Si	-6.767	6.819	5.38
Si	-9.48	9.465	5.383
Si	-6.783	12.182	5.413
Si	-4.053	-1.38	5.46
Si	-1.291	1.354	5.518
Si	-4.029	4.11	5.471
Si	-1.302	6.77	5.474
Si	-4.057	-6.812	5.369
Si	-1.325	-4.086	5.447
Si	2.743	-0.018	6.894
Si	5.483	2.732	6.93
Si	2.777	5.435	6.889
Si	5.5	-8.166	6.962
Si	2.77	-5.446	6.905
Si	5.471	-2.715	6.94
Si	8.197	0.013	6.947
Si	10.899	2.74	6.988
Si	8.196	5.447	6.982
Si	10.885	-8.124	7.019
Si	8.18	-5.425	6.986
Si	10.877	-2.704	7.022
Si	13.59	0.043	7.058
Si	16.299	2.789	7.081
Si	13.597	5.484	7.041
Si	16.314	-8.12	7.022
Si	13.579	-5.402	7.029
Si	16.303	-2.664	7.05
Si	19.045	0.082	7.042
Si	21.742	2.818	7.037
Si	19.017	5.564	7.045
Si	21.747	-8.04	6.97
Si	19.039	-5.367	7.019
Si	21.743	-2.631	6.983
Si	24.473	0.079	6.959
Si	27.154	2.837	6.893
Si	24.464	5.562	6.932
Si	27.198	-8.029	6.889
Si	24.47	-5.328	6.913
Si	27.17	-2.583	6.878
Si	29.884	0.131	6.831
Si	32.637	2.867	6.804
Si	29.922	5.596	6.844
Si	32.651	-7.999	6.807
Si	29.936	-5.295	6.846
Si	32.622	-2.586	6.805
Si	35.346	0.147	6.788
Si	38.091	2.847	6.781
Si	35.344	5.587	6.774
Si	38.054	-8.032	6.79
Si	35.339	-5.299	6.763
Si	38.044	-2.608	6.802
Si	40.793	0.102	6.781
Si	43.548	2.791	6.801
Si	40.789	5.522	6.784
Si	43.521	-8.131	6.848
Si	40.777	-5.353	6.808
Si	43.535	-2.62	6.82
Si	46.277	0.058	6.782
Si	49.014	2.741	6.776
Si	46.304	5.478	6.789
Si	48.986	-8.168	6.79
Si	46.261	-5.416	6.834
Si	49.042	-2.675	6.8
Si	-46.193	0.009	6.781
Si	-43.515	2.669	6.762
Si	-46.22	5.395	6.782
Si	-43.472	-8.205	6.775
Si	-46.193	-5.437	6.765
Si	-43.473	-2.754	6.769
Si	-40.79	-0.068	6.779
Si	-38.091	2.633	6.788
Si	-40.812	5.374	6.788
Si	-38.076	8.109	6.824
Si	-40.748	10.828	6.801
Si	-38.064	-2.797	6.767
Si	-35.378	-0.086	6.794
Si	-32.652	2.646	6.795
Si	-35.352	5.375	6.809
Si	-32.648	8.11	6.766
Si	-35.36	10.817	6.789
Si	-32.652	-2.735	6.775
Si	-29.942	-0.039	6.735
Si	-27.282	2.653	6.725
Si	-29.956	5.386	6.77
Si	-27.212	8.1	6.733
Si	-29.904	10.849	6.761
Si	-27.225	-2.77	6.696
Si	-24.544	-0.074	6.696
Si	-21.834	2.643	6.687
Si	-24.558	5.379	6.679
Si	-21.825	8.106	6.698
Si	-24.499	10.829	6.704
Si	-21.819	-2.805	6.693
Si	-19.088	-0.067	6.698
Si	-16.313	2.672	6.695
Si	-19.092	5.381	6.717
Si	-16.378	8.095	6.737
Si	-19.094	10.811	6.708
Si	-16.36	-2.78	6.701
Si	-13.616	0.009	6.731
Si	-10.879	2.701	6.734
Si	-13.611	5.388	6.715
Si	-10.879	8.11	6.711
Si	-13.626	10.835	6.749
Si	-10.871	-2.713	6.786
Si	-8.151	-0.023	6.762
Si	-5.415	2.734	6.794
Si	-8.131	5.434	6.732
Si	-5.416	8.167	6.761
Si	-8.136	10.823	6.765
Si	-5.426	-2.759	6.777
Si	-2.687	-0.021	6.827
Si	0.059	2.698	6.896
Si	-2.668	5.437	6.848
Si	0.053	8.153	6.83
Si	-2.7	-5.465	6.771
Si	0.013	-2.745	6.865
Si	1.397	1.342	8.266
Si	4.109	4.081	8.285
Si	1.397	6.8	8.226
Si	4.113	-6.802	8.292
Si	1.384	-4.088	8.239
Si	4.099	-1.357	8.283
Si	6.829	1.372	8.308
Si	9.54	4.093	8.358
Si	6.838	6.806	8.344
Si	9.527	-6.767	8.375
Si	6.81	-4.069	8.332
Si	9.515	-1.338	8.365
Si	12.231	1.404	8.401
Si	14.942	4.141	8.431
Si	12.234	6.84	8.392
Si	14.951	-6.758	8.383
Si	12.237	-4.042	8.401
Si	14.95	-1.31	8.418
Si	17.679	1.429	8.412
Si	20.383	4.184	8.386
Si	17.66	6.88	8.426
Si	20.399	-6.717	8.376
Si	17.68	-4.016	8.392
Si	20.401	-1.289	8.379
Si	23.123	1.44	8.343
Si	25.824	4.191	8.284
Si	23.111	6.907	8.319
Si	25.838	-6.686	8.271
Si	23.122	-3.99	8.319
Si	25.844	-1.261	8.304
Si	28.546	1.482	8.23
Si	31.28	4.212	8.188
Si	28.564	6.926	8.237
Si	31.288	-6.67	8.197
Si	28.557	-3.951	8.215
Si	31.256	-1.24	8.18
Si	33.992	1.494	8.164
Si	36.717	4.213	8.128
Si	34.003	6.939	8.16
Si	36.694	-6.67	8.142
Si	33.993	-3.95	8.156
Si	36.699	-1.232	8.154
Si	39.44	1.468	8.141
Si	42.169	4.16	8.138
Si	39.43	6.904	8.13
Si	42.155	-6.723	8.152
Si	39.419	-3.977	8.151
Si	42.158	-1.256	8.15
Si	44.912	1.421	8.141
Si	47.655	4.109	8.139
Si	44.919	6.826	8.155
Si	47.634	-6.791	8.156
Si	44.895	-4.018	8.151
Si	47.641	-1.318	8.129
Si	-47.554	1.373	8.134
Si	-44.854	4.041	8.136
Si	-47.555	6.798	8.133
Si	-44.832	-6.814	8.117
Si	-47.538	-4.07	8.139
Si	-44.827	-1.373	8.122
Si	-42.14	1.318	8.125
Si	-39.437	4.017	8.14
Si	-42.136	6.757	8.155
Si	-39.417	9.473	8.18
Si	-42.117	-4.112	8.137
Si	-39.423	-1.428	8.131
Si	-36.724	1.291	8.152
Si	-34.003	4.011	8.159
Si	-36.705	6.745	8.162
Si	-34.002	9.459	8.139
Si	-36.709	-4.136	8.149
Si	-34.008	-1.412	8.163
Si	-31.286	1.297	8.139
Si	-28.611	4.01	8.115
Si	-31.3	6.752	8.131
Si	-28.567	9.464	8.104
Si	-31.29	-4.121	8.112
Si	-28.585	-1.419	8.076
Si	-25.894	1.296	8.063
Si	-23.188	4.02	8.037
Si	-25.873	6.734	8.086
Si	-23.166	9.462	8.07
Si	-25.866	-4.128	8.06
Si	-23.176	-1.432	8.05
Si	-20.46	1.294	8.042
Si	-17.708	4.021	8.043
Si	-20.457	6.75	8.054
Si	-17.74	9.461	8.075
Si	-20.456	-4.147	8.061
Si	-17.721	-1.417	8.053
Si	-14.983	1.335	8.089
Si	-12.254	4.043	8.086
Si	-14.984	6.747	8.064
Si	-12.241	9.473	8.072
Si	-15.001	-4.121	8.076
Si	-12.26	-1.357	8.097
Si	-9.519	1.344	8.098
Si	-6.789	4.085	8.129
Si	-9.514	6.772	8.088
Si	-6.775	9.497	8.14
Si	-9.505	-4.112	8.098
Si	-6.79	-1.389	8.119
Si	-4.061	1.355	8.156
Si	-1.324	4.069	8.217
Si	-4.061	6.809	8.15
Si	-1.338	-6.809	8.164
Si	-4.058	-4.105	8.142
Si	-1.341	-1.372	8.21
Si	0.009	-0.016	9.593
Si	2.741	2.715	9.634
Si	0.03	5.433	9.58
Si	2.734	-8.168	9.625
Si	0.004	-5.457	9.564
Si	2.728	-2.723	9.625
Si	5.451	0.007	9.66
Si	8.167	2.728	9.703
Si	5.451	5.441	9.671
Si	8.17	-8.142	9.723
Si	5.449	-5.437	9.681
Si	8.155	-2.707	9.717
Si	10.871	0.023	9.743
Si	13.585	2.764	9.775
Si	10.878	5.464	9.74
Si	13.594	-8.118	9.754
Si	10.874	-5.408	9.753
Si	13.59	-2.676	9.769
Si	16.316	0.061	9.769
Si	19.036	2.807	9.756
Si	16.308	5.503	9.782
Si	19.042	-8.074	9.753
Si	16.314	-5.387	9.744
Si	19.04	-2.648	9.746
Si	21.767	0.083	9.717
Si	24.487	2.825	9.671
Si	21.767	5.545	9.715
Si	24.489	-8.05	9.661
Si	21.772	-5.346	9.71
Si	24.486	-2.625	9.67
Si	27.213	0.119	9.627
Si	29.929	2.844	9.57
Si	27.213	5.554	9.614
Si	29.937	-8.033	9.578
Si	27.215	-5.32	9.606
Si	29.92	-2.597	9.575
Si	32.634	0.122	9.529
Si	35.373	2.846	9.507
Si	32.655	5.568	9.536
Si	35.366	-8.038	9.526
Si	32.654	-5.312	9.544
Si	35.354	-2.599	9.523
Si	38.084	0.109	9.506
Si	40.814	2.807	9.502
Si	38.083	5.549	9.502
Si	40.797	-8.078	9.503
Si	38.066	-5.333	9.513
Si	40.798	-2.624	9.497
Si	43.54	0.081	9.503
Si	46.274	2.774	9.492
Si	43.541	5.493	9.506
Si	46.267	-8.128	9.513
Si	43.526	-5.369	9.501
Si	46.275	-2.667	9.492
Si	-48.922	0.03	9.491
Si	-46.202	2.71	9.511
Si	-48.917	5.465	9.504
Si	-46.196	-8.158	9.489
Si	-48.916	-5.419	9.494
Si	-46.181	-2.72	9.494
Si	-43.48	-0.029	9.503
Si	-40.791	2.67	9.504
Si	-43.5	5.406	9.503
Si	-40.774	8.11	9.521
Si	-43.477	-5.467	9.493
Si	-40.77	-2.764	9.514
Si	-38.08	-0.064	9.508
Si	-35.368	2.657	9.513
Si	-38.072	5.379	9.504
Si	-35.349	8.108	9.518
Si	-38.056	-5.485	9.527
Si	-35.36	-2.78	9.516
Si	-32.649	-0.049	9.508
Si	-29.949	2.665	9.501
Si	-32.649	5.389	9.503
Si	-29.937	8.117	9.473
Si	-32.644	-5.486	9.482
Si	-29.935	-2.763	9.466
Si	-27.238	-0.059	9.445
Si	-24.534	2.664	9.413
Si	-27.24	5.381	9.448
Si	-24.52	8.104	9.433
Si	-27.214	-5.485	9.445
Si	-24.524	-2.776	9.431
Si	-21.816	-0.061	9.4
Si	-19.088	2.663	9.386
Si	-21.822	5.382	9.395
Si	-19.105	8.105	9.421
Si	-21.811	-5.5	9.426
Si	-19.092	-2.772	9.402
Si	-16.36	-0.048	9.404
Si	-13.622	2.691	9.439
Si	-16.361	5.389	9.406
Si	-13.62	8.113	9.411
Si	-16.368	-5.488	9.413
Si	-13.63	-2.749	9.417
Si	-10.89	-0.011	9.45
Si	-8.158	2.703	9.459
Si	-10.886	5.407	9.433
Si	-8.155	8.128	9.463
Si	-10.884	-5.477	9.429
Si	-8.151	-2.754	9.465
Si	-5.434	-0.022	9.486
Si	-2.706	2.701	9.543
Si	-5.425	5.435	9.497
Si	-2.701	-8.166	9.526
Si	-5.422	-5.459	9.497
Si	-2.717	-2.744	9.531
Si	1.358	-1.364	10.974
Si	4.081	1.36	11.016
Si	1.365	4.077	10.976
Si	4.079	-9.52	11.017
Si	1.352	-6.804	10.955
Si	4.074	-4.071	11.017
Si	6.787	-1.345	11.062
Si	9.51	1.382	11.098
Si	6.797	4.089	11.053
Si	9.519	-9.496	11.098
Si	6.798	-6.786	11.072
Si	9.506	-4.055	11.109
Si	12.228	-1.321	11.13
Si	14.953	1.413	11.139
Si	12.227	4.122	11.131
Si	14.942	-9.465	11.138
Si	12.231	-6.767	11.118
Si	14.959	-4.034	11.119
Si	17.681	-1.299	11.12
Si	20.409	1.436	11.091
Si	17.672	4.143	11.137
Si	20.407	-9.438	11.102
Si	17.675	-6.73	11.118
Si	20.413	-4.002	11.093
Si	23.136	-1.274	11.058
Si	25.859	1.464	11.013
Si	23.138	4.174	11.055
Si	25.861	-9.42	11.003
Si	23.137	-6.71	11.059
Si	25.861	-3.985	11.006
Si	28.58	-1.248	10.969
Si	31.291	1.471	10.921
Si	28.581	4.189	10.962
Si	31.302	-9.407	10.92
Si	28.582	-6.685	10.957
Si	31.292	-3.966	10.918
Si	33.997	-1.243	10.89
Si	36.733	1.477	10.864
Si	34.021	4.196	10.886
Si	36.736	-9.41	10.872
Si	34.015	-6.681	10.897
Si	36.724	-3.963	10.88
Si	39.45	-1.258	10.862
Si	42.183	1.446	10.86
Si	39.455	4.178	10.852
Si	42.178	-9.441	10.843
Si	39.439	-6.708	10.855
Si	42.164	-3.995	10.842
Si	44.906	-1.297	10.841
Si	47.635	1.406	10.834
Si	44.909	4.132	10.855
Si	47.636	-9.49	10.86
Si	44.9	-6.743	10.84
Si	47.638	-4.039	10.839
Si	-47.554	-1.346	10.829
Si	-44.835	1.346	10.855
Si	-47.554	4.099	10.849
Si	-44.841	-9.527	10.853
Si	-47.555	-6.786	10.849
Si	-44.827	-4.09	10.851
Si	-42.12	-1.388	10.869
Si	-39.432	1.309	10.868
Si	-42.132	4.049	10.863
Si	-39.409	6.751	10.874
Si	-42.122	9.493	10.863
Si	-39.412	-4.119	10.88
Si	-36.718	-1.415	10.873
Si	-34.006	1.308	10.874
Si	-36.718	4.026	10.875
Si	-33.998	6.746	10.875
Si	-36.698	9.473	10.882
Si	-34.002	-4.144	10.866
Si	-31.288	-1.418	10.851
Si	-28.583	1.294	10.831
Si	-31.297	4.033	10.864
Si	-28.587	6.744	10.821
Si	-31.293	9.47	10.842
Si	-28.577	-4.131	10.815
Si	-25.878	-1.421	10.801
Si	-23.166	1.305	10.764
Si	-25.878	4.02	10.794
Si	-23.161	6.741	10.776
Si	-25.871	9.464	10.801
Si	-23.171	-4.142	10.786
Si	-20.452	-1.411	10.757
Si	-17.73	1.311	10.747
Si	-20.451	4.025	10.743
Si	-17.733	6.744	10.756
Si	-20.457	9.463	10.782
Si	-17.73	-4.123	10.759
Si	-15	-1.398	10.766
Si	-12.265	1.335	10.795
Si	-15.004	4.044	10.772
Si	-12.26	6.764	10.776
Si	-14.995	9.473	10.751
Si	-12.262	-4.114	10.762
Si	-9.527	-1.383	10.791
Si	-6.804	1.34	10.827
Si	-9.532	4.054	10.803
Si	-6.8	6.782	10.843
Si	-9.524	9.495	10.8
Si	-6.792	-4.099	10.838
Si	-4.083	-1.372	10.87
Si	-1.361	1.351	10.933
Si	-4.076	4.071	10.874
Si	-1.353	6.794	10.91
Si	-4.073	-6.811	10.872
Si	-1.364	-4.092	10.91
Si	2.697	0.001	12.36
Si	5.422	2.724	12.395
Si	2.707	5.435	12.364
Si	5.423	-8.161	12.404
Si	2.692	-5.442	12.341
Si	5.416	-2.711	12.41
Si	8.141	0.013	12.442
Si	10.861	2.748	12.473
Si	8.144	5.453	12.432
Si	10.87	-8.137	12.477
Si	8.144	-5.43	12.463
Si	10.864	-2.693	12.482
Si	13.592	0.044	12.497
Si	16.307	2.784	12.507
Si	13.584	5.485	12.502
Si	16.311	-8.096	12.481
Si	13.591	-5.397	12.473
Si	16.322	-2.669	12.48
Si	19.044	0.078	12.464
Si	21.791	2.799	12.424
Si	19.046	5.516	12.472
Si	21.782	-8.073	12.442
Si	19.049	-5.366	12.46
Si	21.778	-2.627	12.436
Si	24.508	0.1	12.392
Si	27.235	2.828	12.35
Si	24.518	5.538	12.396
Si	27.242	-8.056	12.338
Si	24.514	-5.341	12.395
Si	27.227	-2.61	12.345
Si	29.95	0.111	12.317
Si	32.674	2.828	12.262
Si	29.96	5.549	12.304
Si	32.668	-8.045	12.268
Si	29.952	-5.326	12.307
Si	32.657	-2.61	12.271
Si	35.378	0.117	12.229
Si	38.11	2.818	12.225
Si	35.395	5.541	12.242
Si	38.106	-8.068	12.235
Si	35.385	-5.331	12.252
Si	38.098	-2.611	12.234
Si	40.829	0.086	12.22
Si	43.549	2.793	12.224
Si	40.827	5.526	12.209
Si	43.541	-8.09	12.202
Si	40.807	-5.348	12.202
Si	43.535	-2.647	12.195
Si	46.269	0.065	12.191
Si	48.992	2.756	12.191
Si	46.266	5.486	12.217
Si	48.997	-8.13	12.212
Si	46.263	-5.386	12.191
Si	49.004	-2.684	12.194
Si	-46.203	-0.001	12.2
Si	-43.479	2.693	12.226
Si	-46.195	5.442	12.216
Si	-43.475	-8.18	12.22
Si	-46.191	-5.435	12.212
Si	-43.477	-2.741	12.226
Si	-40.769	-0.043	12.252
Si	-38.08	2.67	12.232
Si	-40.769	5.4	12.231
Si	-38.048	8.109	12.238
Si	-40.765	10.843	12.235
Si	-38.061	-2.767	12.253
Si	-35.366	-0.053	12.232
Si	-32.653	2.676	12.229
Si	-35.36	5.389	12.237
Si	-32.647	8.121	12.225
Si	-35.354	10.832	12.254
Si	-32.644	-2.78	12.213
Si	-29.936	-0.055	12.21
Si	-27.228	2.67	12.171
Si	-29.942	5.407	12.209
Si	-27.226	8.107	12.169
Si	-29.929	10.831	12.186
Si	-27.224	-2.778	12.183
Si	-24.513	-0.051	12.137
Si	-21.806	2.674	12.114
Si	-24.517	5.389	12.14
Si	-21.813	8.102	12.141
Si	-24.52	10.819	12.16
Si	-21.804	-2.77	12.119
Si	-19.09	-0.043	12.102
Si	-16.379	2.677	12.105
Si	-19.101	5.386	12.107
Si	-16.37	8.117	12.093
Si	-19.092	10.841	12.11
Si	-16.367	-2.761	12.11
Si	-13.645	-0.033	12.122
Si	-10.901	2.691	12.145
Si	-13.639	5.406	12.116
Si	-10.899	8.127	12.13
Si	-13.632	10.836	12.099
Si	-10.904	-2.747	12.117
Si	-8.171	-0.034	12.165
Si	-5.452	2.696	12.201
Si	-8.175	5.409	12.171
Si	-5.438	8.138	12.211
Si	-8.164	10.852	12.168
Si	-5.448	-2.737	12.214
Si	-2.739	-0.02	12.262
Si	-0.014	2.71	12.317
Si	-2.717	5.421	12.253
Si	-0.017	8.153	12.3
Si	-2.738	-5.449	12.253
Si	-0.024	-2.735	12.297
Si	1.321	1.355	13.716
Si	4.047	4.071	13.749
Si	1.324	6.803	13.693
Si	4.035	-6.796	13.728
Si	1.314	-4.087	13.684
Si	4.036	-1.347	13.752
Si	6.768	1.379	13.781
Si	9.493	4.111	13.821
Si	6.774	-9.517	13.787
Si	9.503	-6.791	13.843
Si	6.764	-4.064	13.801
Si	9.497	-1.329	13.833
Si	12.227	1.411	13.854
Si	14.941	4.139	13.883
Si	12.219	-9.484	13.865
Si	14.949	-6.74	13.847
Si	12.229	-4.056	13.846
Si	14.959	-1.323	13.853
Si	17.681	1.419	13.849
Si	20.433	4.145	13.794
Si	17.664	-9.462	13.839
Si	20.408	-6.729	13.814
Si	17.689	-4.025	13.841
Si	20.413	-1.279	13.814
Si	23.16	1.445	13.784
Si	25.89	4.172	13.745
Si	23.167	-9.433	13.783
Si	25.899	-6.706	13.726
Si	23.162	-3.979	13.774
Si	25.879	-1.26	13.733
Si	28.595	1.461	13.7
Si	31.325	4.172	13.646
Si	28.614	-9.42	13.688
Si	31.316	-6.7	13.653
Si	28.601	-3.969	13.685
Si	31.314	-1.265	13.663
Si	34.04	1.466	13.618
Si	36.766	4.177	13.597
Si	34.044	-9.413	13.6
Si	36.763	-6.696	13.596
Si	34.025	-3.978	13.616
Si	36.744	-1.236	13.587
Si	39.482	1.456	13.578
Si	42.195	4.176	13.572
Si	39.478	-9.439	13.58
Si	42.18	-6.712	13.54
Si	39.471	-3.981	13.577
Si	42.192	-1.285	13.572
Si	44.917	1.424	13.564
Si	47.639	4.115	13.555
Si	44.896	-9.459	13.559
Si	47.62	-6.75	13.546
Si	44.894	-4.018	13.537
Si	47.65	-1.288	13.528
Si	50.353	1.385	13.526
Si	-44.832	4.07	13.57
Si	50.365	-9.501	13.557
Si	-44.823	-6.801	13.567
Si	50.365	-4.05	13.549
Si	-44.842	-1.358	13.56
Si	-42.127	1.332	13.599
Si	-39.42	4.04	13.605
Si	-42.111	-9.539	13.583
Si	-39.396	9.483	13.59
Si	-42.117	-4.104	13.588
Si	-39.409	-1.407	13.621
Si	-36.729	1.307	13.593
Si	-34.007	4.032	13.602
Si	-36.699	6.753	13.615
Si	-34.004	9.464	13.612
Si	-36.709	-4.126	13.624
Si	-34.006	-1.426	13.576
Si	-31.294	1.308	13.575
Si	-28.578	4.033	13.541
Si	-31.287	6.774	13.59
Si	-28.575	9.466	13.539
Si	-31.289	-4.15	13.563
Si	-28.573	-1.42	13.558
Si	-25.855	1.31	13.508
Si	-23.155	4.034	13.488
Si	-25.862	6.748	13.515
Si	-23.163	9.458	13.513
Si	-25.876	-4.156	13.538
Si	-23.153	-1.416	13.485
Si	-20.438	1.322	13.464
Si	-17.747	4.026	13.461
Si	-20.453	6.736	13.483
Si	-17.73	9.478	13.444
Si	-20.446	-4.124	13.473
Si	-17.735	-1.4	13.456
Si	-15.02	1.328	13.462
Si	-12.283	4.048	13.473
Si	-15.019	6.763	13.45
Si	-12.274	9.486	13.464
Si	-15.001	-4.131	13.445
Si	-12.282	-1.4	13.462
Si	-9.55	1.318	13.498
Si	-6.823	4.053	13.54
Si	-9.548	6.774	13.501
Si	-6.809	9.501	13.545
Si	-9.538	-4.086	13.482
Si	-6.823	-1.381	13.553
Si	-4.121	1.341	13.596
Si	-1.389	4.067	13.66
Si	-4.08	6.789	13.589
Si	-1.399	9.516	13.632
Si	-4.099	-4.082	13.6
Si	-1.391	-1.373	13.644
Si	-0.06	-0.024	15.047
Si	2.662	2.719	15.105
Si	-0.045	5.438	15.039
Si	2.655	8.175	15.077
Si	-0.077	-5.441	15.018
Si	2.645	-2.724	15.07
Si	5.384	0.029	15.124
Si	8.118	2.741	15.156
Si	5.402	5.426	15.123
Si	8.127	-8.174	15.184
Si	5.369	-5.443	15.12
Si	8.125	-2.702	15.177
Si	10.866	0.038	15.2
Si	13.563	2.782	15.247
Si	10.841	5.465	15.212
Si	13.591	-8.106	15.209
Si	10.879	-5.434	15.211
Si	13.602	-2.703	15.21
Si	16.315	0.05	15.216
Si	19.069	2.8	15.17
Si	16.302	5.518	15.241
Si	19.029	-8.094	15.178
Si	16.32	-5.387	15.208
Si	19.052	-2.646	15.183
Si	21.788	0.089	15.154
Si	24.545	2.804	15.131
Si	21.811	5.498	15.138
Si	24.568	-8.071	15.112
Si	21.798	-5.348	15.127
Si	24.536	-2.609	15.124
Si	27.24	0.104	15.084
Si	29.982	2.812	15.038
Si	27.29	5.526	15.076
Si	29.977	-8.058	15.045
Si	27.267	-5.335	15.066
Si	29.948	-2.608	15.051
Si	32.698	0.096	14.992
Si	35.428	2.809	14.968
Si	32.707	5.541	14.968
Si	35.416	-8.066	14.953
Si	32.68	-5.338	14.999
Si	35.393	-2.602	14.943
Si	38.131	0.102	14.946
Si	40.843	2.823	14.93
Si	38.14	5.521	14.961
Si	40.856	-8.076	14.911
Si	38.136	-5.343	14.951
Si	40.84	-2.638	14.946
Si	43.559	0.071	14.926
Si	46.285	2.771	14.925
Si	43.551	5.522	14.952
Si	46.249	-8.094	14.906
Si	43.522	-5.356	14.909
Si	46.267	-2.635	14.846
Si	48.993	0.075	14.907
Si	51.713	2.704	14.899
Si	49.003	5.466	14.908
Si	51.743	-8.161	14.911
Si	48.988	-5.394	14.892
Si	51.712	-2.688	14.92
Si	-43.494	-0.024	14.951
Si	-40.772	2.683	14.971
Si	-43.463	5.416	14.932
Si	-40.741	-8.189	14.95
Si	-43.473	-5.453	14.948
Si	-40.768	-2.768	14.979
Si	-38.05	-0.055	14.991
Si	-35.377	2.665	14.951
Si	-38.06	5.395	14.974
Si	-35.355	8.113	14.998
Si	-38.068	10.832	14.99
Si	-35.34	-2.769	14.979
Si	-32.66	-0.06	14.925
Si	-29.935	2.687	14.914
Si	-32.657	5.42	14.948
Si	-29.928	8.152	14.942
Si	-32.64	10.828	14.958
Si	-29.929	-2.796	14.912
Si	-27.192	-0.045	14.884
Si	-24.504	2.681	14.856
Si	-27.212	5.397	14.883
Si	-24.51	8.096	14.89
Si	-27.218	10.791	14.921
Si	-24.491	-2.789	14.854
Si	-21.782	-0.044	14.815
Si	-19.109	2.691	14.843
Si	-21.812	5.391	14.864
Si	-19.088	8.123	14.798
Si	-21.792	10.834	14.837
Si	-19.089	-2.755	14.818
Si	-16.393	-0.025	14.808
Si	-13.658	2.689	14.811
Si	-16.389	5.399	14.792
Si	-13.657	8.121	14.795
Si	-16.367	10.832	14.792
Si	-13.646	-2.77	14.796
Si	-10.931	-0.048	14.826
Si	-8.192	2.669	14.86
Si	-10.932	5.411	14.826
Si	-8.185	8.126	14.865
Si	-10.914	10.872	14.795
Si	-8.196	-2.748	14.885
Si	-5.483	-0.032	14.944
Si	-2.775	2.688	14.984
Si	-5.457	5.413	14.899
Si	-2.749	8.152	14.988
Si	-5.468	-5.454	14.928
Si	-2.758	-2.728	14.995
O	2.691	0.121	22.137
O	20.187	4.156	-5.282
O	4.493	1.744	22.964
O	12.091	-0.586	-0.938
O	1.587	4.248	23.138
O	-0.244	2.639	22.279
O	3.656	6.764	23.46
O	5.151	2.367	25.342
O	2.864	4.981	25.222
O	13.336	1.929	-2.981
O	2.515	-2.012	25.383
O	4.65	-3.837	23.126
O	6.86	-5.808	22.565
O	0.563	3.701	25.516
O	-3.578	2.795	25.983
O	8.094	-0.125	22.337
O	3.42	7.392	26.083
O	6.227	3.957	23.485
O	9.023	7.119	23.62
O	5.35	-8.006	22.28
O	14.455	4.39	-6.11
O	21.751	-6.537	-7.007
O	16.11	1.642	25.609
O	7.305	7.975	-3.898
O	12.44	-1.262	23.371
O	12.347	-5.616	23.371
O	15.037	-4.217	23.674
O	22.681	7.504	-2.253
O	7.57	3.743	-6.986
O	9.826	1.529	23.412
O	6.852	4.03	26.136
O	13.597	-2.59	-0.18
O	-0.302	7.671	22.532
O	0.934	-0.941	23.563
O	14.927	-2.895	-3.342
O	16.399	-2.6	22.254
O	4.013	0.041	24.952
O	1.272	7.007	24.593
O	10.205	-7.91	25.652
O	11.87	4.791	-5.44
O	2.726	-5.375	22.294
O	6.515	-0.722	-5.453
O	5.003	1.424	-6.047
O	20.4	6.576	-1.14
O	18.003	-4.314	-2.387
O	14.773	-0.34	-2.904
O	9.832	3.082	25.627
O	13.649	4.514	-3.572
O	-0.913	-7.862	25.011
O	21.314	5.699	-3.424
O	2.638	3.059	-3.722
O	24.831	-4.69	-3.545
O	14.393	7.066	-1.108
O	12.451	-3.695	-5.322
O	3.715	-3.51	-1.064
O	9.847	-6.824	-5.97
O	5.596	-0.087	-0.144
O	10.6	-1.822	-5.328
O	13.755	6.687	-5.203
O	-6.409	-4.47	-0.977
O	0.538	-5.097	-3.269
O	22.486	5.128	-1.039
O	-35.863	-0.661	-4.091
O	-47.057	6.651	-2.286
O	5.501	-5.302	-0.394
O	13.082	-1.31	-4.582
O	-41.853	-7.375	-1.136
O	48.146	-2.881	-4.768
O	6.534	4.462	-1.068
O	10.688	-7.493	22.985
O	2.366	-3.097	-3.263
O	-6.564	3.41	24.498
O	-48.005	-1.69	22.979
O	0.217	-4.891	25.39
O	-19.502	-1.206	22.853
O	33.865	-7.18	22.964
O	30.823	7.285	-1.3
O	13.251	-5.931	25.773
O	-10.198	-1.971	22.83
O	22.915	-1.111	23.499
O	28.245	1.8	-2.552
O	10.725	-2.73	22.196
O	9.286	0.475	25.849
O	12.847	3.725	-1.132
O	12.767	-7.188	-1.102
O	17.514	-0.907	-6.865
O	18.69	-2.27	-0.171
O	15.276	1.645	-1.296
O	21.495	0.182	-0.271
O	17.304	-3.242	-5.811
O	-47.005	-1.802	-1.37
O	0.249	5.163	-0.127
O	18.411	-5.648	25.512
O	22.51	3.557	-4.28
O	18.913	-7.978	-0.083
O	13.245	-4.81	-3.001
O	1.821	-1.663	-1.204
O	-19	5.525	22.022
O	7.111	-1.981	-1.123
O	39.751	4.295	-1.331
O	10.154	1.223	-1.098
O	-8.502	4.752	-4.262
O	24.688	8.009	-0.229
O	2.882	2.978	-6.369
O	10.997	5.333	-0.203
O	9.569	7.042	-1.443
O	5.092	7.102	-5.17
O	23.379	2.729	-0.505
O	15.562	-1.312	-5.278
O	14.9	-7.271	-5.755
O	8.756	-2.247	-3.257
O	3.914	1.233	-1.466
O	-13.129	4.699	-2.676
O	41.165	0.828	-5.977
O	18.28	3.986	-1.119
O	-23.514	2.93	-5.714
O	9.023	-3.837	-1.123
O	15.135	-4.335	-1.118
O	-0.47	-4.729	-0.923
O	26.306	1.816	23.315
O	-15.369	4.431	-1.349
O	28.151	-0.651	-3.43
O	18.197	4.487	23.234
O	16.286	2.819	22.427
O	21.569	2.449	22.479
O	30.055	3.636	-3.298
O	28.975	-7.149	-1.291
O	19.348	-5.352	22.282
O	24.367	-5.307	25.519
O	20.146	-7.468	25.034
O	20.124	6.32	23.126
O	24.619	0.159	22.198
O	22.939	4.413	23.301
O	24.79	5.646	22.181
O	25.453	-4.405	23.255
O	21.902	-8.12	22.374
O	23.682	-6.339	23.16
O	20.395	3.418	-2.705
O	17.829	8.104	25.9
O	22.644	-0.398	26.1
O	35.384	7.149	-5.831
O	36.782	2.292	-6.967
O	31.622	0.63	23.231
O	-12.031	-6.247	-5.383
O	28.497	4.024	23.282
O	35.69	4.262	-3.037
O	28.543	4.059	-1.268
O	28.406	-0.791	23.372
O	29.779	-4	24.893
O	-28.448	-0.968	-5.71
O	-22.815	-6.555	-5.732
O	39.113	5.785	24.665
O	-42.114	-6.457	23.047
O	36.322	0.31	-5.103
O	-46.049	-6.543	-5.584
O	15.189	6.999	23.623
O	19.648	-3.582	24.391
O	33.441	-1.31	23.067
O	22.048	-2.813	25.196
O	14.964	-7.962	25.865
O	19.577	-4.459	-6.308
O	26.605	7.304	23.028
O	39.317	1.01	23.856
O	26.016	0.608	-3.797
O	21.487	-3.69	22.717
O	22.477	-3.716	-3.157
O	21.086	-2.387	-5.774
O	36.626	5.104	24.911
O	17.149	-5.761	-6.028
O	30.672	-0.594	-5.233
O	-27.129	-8.101	22.072
O	-47.111	4.376	23.131
O	17.167	-3.426	25.076
O	-17.387	7.324	23.04
O	-7.733	2.387	-0.453
O	23.827	0.51	-5.466
O	34.228	7.561	25.059
O	45.78	0.235	25.326
O	32.472	2.825	25.485
O	36.137	7.941	-1.208
O	22.801	-6.528	-1.062
O	-30.742	-1.492	-1.319
O	-9.106	-6.493	22.76
O	8.275	2.757	-0.222
O	-35.55	0.757	25.209
O	-47.975	6.771	23.76
O	-44.408	3.99	24.719
O	5.432	0.746	-3.576
O	30.016	-5.366	22.122
O	-26.187	2.786	-5.318
O	-29.86	2.337	-1.207
O	26.045	-6.766	24.227
O	-44.621	7.141	-1.517
O	20.554	-0.745	24.574
O	-34.061	-1.439	-5.887
O	37.489	7.632	25.531
O	24.436	4.068	25.677
O	27.841	7.957	25.247
O	-11.983	0.793	-1.275
O	27.618	0.737	25.344
O	39.937	6.528	-2.651
O	27.23	-2.745	22.272
O	39.841	-2.366	-3.966
O	27.215	-5.357	-0.483
O	20.633	-7.281	-2.534
O	32.408	0.433	-0.396
O	30.448	2.178	-1.119
O	36.384	2.261	-1.332
O	36.82	-6.027	-2.299
O	16.315	5.491	-0.252
O	48.61	-7.914	-4.855
O	43.871	-0.264	-6.23
O	34.301	-6.655	-1.543
O	-19.654	6.328	-3.35
O	1.197	-6.671	-1.252
O	20.341	-3.867	-1.317
O	-14.296	-1.668	-5.534
O	41.653	-4.383	22.874
O	42.013	-3.245	-0.997
O	-22.869	1.124	25.962
O	46.132	2.007	-3.666
O	-15.758	7.736	25.192
O	-29.154	6.991	-1.667
O	24.368	5.4	-4.564
O	41.221	7.775	-4.575
O	-1.989	3.189	-5.978
O	-22.434	-1.829	-5.687
O	-25.283	3.831	-1.28
O	-21.487	7.999	25.342
O	-3.759	3.3	-1.373
O	43.051	-2.676	-5.482
O	29.873	3.17	25.379
O	34.071	3.53	-1.178
O	-19.906	1.555	-3.155
O	25.84	-3.4	-1.513
O	36.851	6.546	-3.873
O	31.371	-3.625	-1.674
O	17.021	-6.402	-1.064
O	35.4	-0.002	21.97
O	-31.184	-6.907	25.752
O	36.932	1.55	23.208
O	43.661	-3.414	-3.013
O	34.888	4.273	23.09
O	37.556	-0.985	23.928
O	35.515	7.05	22.843
O	21.623	-5.35	24.783
O	-15.299	7.182	-5.178
O	-1.611	1.838	-1.411
O	46.461	-7.562	-3.378
O	-15.266	-4.137	-5.508
O	48.751	6.517	-6.728
O	-32.81	-4.734	-3.913
O	-32.11	0.748	24.891
O	-44.503	-5.357	-3.841
O	-12.184	1.346	23.14
O	39.199	3.755	23.004
O	40.885	5.539	22.076
O	-0.006	-4.355	-6.859
O	37.937	-8.007	22.294
O	-28.981	-6.946	-2.692
O	35.99	-3.727	26.208
O	-27.517	2.319	21.971
O	40.843	-0.769	22.772
O	6.483	-3.447	-5.604
O	-43.571	-3.331	24.917
O	47.025	1.139	23.092
O	-37.755	2.096	25.067
O	43.922	7.926	25.172
O	45.79	4.37	23.014
O	45.036	4.438	-3.796
O	45.111	-0.706	23
O	46.401	-5.405	22.205
O	-41.772	7.389	-5.794
O	-45.918	-7.437	-3.115
O	-7.067	6.887	-1.456
O	38.998	3.368	25.687
O	-19.66	6.423	-5.961
O	42.479	1.251	-3.761
O	41.46	-4.363	-4.145
O	-0.761	-2.952	-4.702
O	35.435	-5.363	22.111
O	45.825	6.124	24.972
O	-42.182	-1.274	-1.548
O	-31.819	7.53	-5.919
O	-23.118	-6.923	23.831
O	-22.186	7.164	22.921
O	41.066	-5.41	25.235
O	42.826	7.108	22.954
O	14.04	-7.877	-3.306
O	-35.107	7.932	-0.352
O	-37.887	5.778	-6.083
O	37.769	-0.973	-3.308
O	-13.886	-7.778	-0.444
O	-45.702	2.765	-6.056
O	-2.232	-0.664	-4.54
O	43.468	5.335	25.274
O	41.86	1.55	23.158
O	44.865	6.875	-2.512
O	37.436	0.839	25.748
O	-48.077	2.757	-4.476
O	-25.438	-6.225	22.875
O	43.74	2.899	22.154
O	47.126	7.415	-1.225
O	1.945	-0.715	-5.883
O	-6.312	-2.725	-2.936
O	21.844	-1.184	-3.628
O	-24.468	-0.12	21.849
O	-18.756	-7.836	-4.677
O	-20.176	-3.047	-5.342
O	47.094	-0.586	-3.633
O	-39.495	3.701	-5.969
O	48.155	7.842	25.278
O	39.265	-6.528	-1.451
O	44.137	-1.649	26.213
O	-31.149	7.869	-3.402
O	47.461	-1.284	23.929
O	-27.199	0.003	-3.588
O	-2.68	-3.36	-0.633
O	43.789	-5.157	-4.983
O	42.854	1.008	-1.171
O	-29.233	-5.657	24.514
O	-45.112	-0.916	-5.625
O	44.84	-7.422	22.899
O	-24.422	4.587	25.077
O	43.831	6.073	-5.812
O	-24.562	-5.188	25.115
O	-2.285	-3.047	-6.724
O	-23.824	-1.907	-3.425
O	-36.686	-6.267	-1.122
O	-24.419	2.572	-3.391
O	-42.452	-1.961	22.976
O	-43.585	-5.58	-0.336
O	34.112	5.063	25.48
O	33.827	1.334	-5.686
O	-41.451	-3.844	-6.107
O	-17.042	2.504	24.545
O	43.539	-2.642	22.185
O	-6.523	7.175	22.89
O	-40.212	2.92	25.113
O	43.514	-5.321	-0.291
O	-5.308	-3.063	-5.28
O	26.732	-2.989	-4.104
O	-48.918	-0.169	-0.499
O	46.895	0.912	-1.486
O	-45.157	2.66	-1.34
O	-31.977	5.538	-4.182
O	38.309	-3.349	25.064
O	32.529	5.539	-0.408
O	-34.108	-3.803	23.453
O	-26.075	-4.3	-5.945
O	-46.517	-7.789	-0.569
O	-33.933	-3.884	-1.485
O	33.98	-1.236	-1.458
O	38.116	-4.299	-0.934
O	39.619	-1.401	-1.496
O	-48.682	-7.716	21.857
O	39.063	-2.635	22.604
O	-1.201	-3.78	23.45
O	-6.643	-7.51	-5.932
O	6.879	-4.268	24.58
O	43.737	4.877	-1.109
O	42.689	7.211	-1.174
O	-40.128	6.892	-1.261
O	-23.435	-4.47	22.9
O	-48.12	-4.866	-5.965
O	-3.452	0.254	25.418
O	31.327	5.289	25.742
O	38.02	0.318	-0.44
O	4.895	6.563	-1.074
O	-14.366	2.015	24.569
O	-5.648	-2.745	22.223
O	-47.732	4.128	-1.662
O	45.147	-7.166	-1.17
O	34.581	1.881	-3.181
O	-28.018	-3.877	22.955
O	46.28	-2.686	-0.111
O	32.581	-5.314	-0.219
O	-44.513	1.805	23.157
O	-20.722	4.041	23.092
O	7.176	-6.785	-1.698
O	37.849	6.013	-1.039
O	47.46	7.091	22.891
O	48.925	2.784	22.222
O	-4.042	-6.986	-6.315
O	-39.183	-5.11	-6.652
O	-30.158	3.647	-3.569
O	-40.432	-2.272	-4.316
O	-46.579	-5.713	22.018
O	-45.271	-3.753	23.071
O	-39.6	0.313	24.758
O	-11.254	-2.534	25.154
O	-46.058	-2.594	25.331
O	-36.978	3.992	23.241
O	-11.87	7.114	-1.346
O	-42.438	3.385	23.11
O	-40.792	5.308	22.26
O	-7.243	-1.672	-6.314
O	-43.658	8.071	22.075
O	-12.629	-3.711	-5.637
O	-18.121	1.701	-1.285
O	-43.503	6.338	25.57
O	-38.07	-2.769	22.261
O	-24.789	4.904	-4.513
O	-27.905	4.285	-6.717
O	-34.264	0.563	22.957
O	9.602	-1.322	-0.95
O	-38.303	8.107	25.442
O	-35.962	4.161	25.685
O	-38.48	4.874	25.244
O	-36.484	-0.805	23.169
O	-35.461	-5.609	22.294
O	-31.55	-1.812	25.678
O	-40.706	-2.916	-0.421
O	-31.135	3.189	25.436
O	-21.888	3.959	25.393
O	-45.405	-2.889	-3.259
O	-39.662	-4.777	23.023
O	5.131	-7.102	-3.323
O	10.241	-7.968	-3.636
O	1.126	-6.893	23.491
O	-15.201	-3.432	24.653
O	-38.065	-3.117	-5.344
O	6.131	5.718	-3.225
O	-8.275	5.437	21.988
O	-5.674	0.322	-0.389
O	-8.708	-6.338	-4.775
O	-38.569	-2.076	25.169
O	-13.993	-3.212	-3.438
O	-20.162	-4.129	-2.256
O	-31.883	-5.794	-6.78
O	-36.649	-5.27	-5.87
O	42.477	5.802	-3.283
O	-15.447	3.723	26.195
O	-18.729	3.877	-2.609
O	-43.252	3.74	-6.001
O	28.732	-1.81	-1.056
O	-8.966	4.316	-1.628
O	-4.141	4.447	23.117
O	-36.244	6.245	-3.98
O	-19.517	-4.516	26.226
O	48.032	5.146	24.452
O	-4.281	-6.04	-1.34
O	-14.906	6.742	22.92
O	-3.931	0.773	-5.912
O	22.848	-6.426	-3.618
O	-33.07	5.846	-0.373
O	-30.962	-3.669	-5.815
O	26.385	4.823	-6.136
O	-29.81	-5.349	21.772
O	-23.43	1.865	-1.157
O	-31.454	-2.656	-3.491
O	-19.916	-1.848	25.307
O	-4.34	6.764	24.364
O	-4.087	4.431	-4.868
O	32.615	0.264	-3.689
O	-39.757	-7.298	-2.654
O	-15.903	-6.608	-6.329
O	-40.986	-3.385	24.738
O	-34.473	-1.551	24.664
O	-9.697	-4.278	24.049
O	-21.871	5.208	-0.472
O	-1.896	5.671	-5.227
O	-38.148	-0.142	-0.173
O	-10.42	5.595	24.892
O	23.751	1.373	-2.879
O	-37.069	-7.509	23.178
O	22.484	-7.467	26.144
O	-3.819	-1.174	-1.369
O	-12.511	4.763	-5.232
O	-29.621	5.603	-5.278
O	44.491	3.622	-6.167
O	-36.469	3.432	-1.434
O	19.593	-2.491	-3.51
O	-38.299	-1.153	-3.479
O	-16.026	-5.653	-0.474
O	11.252	3.459	-3.256
O	14.013	3.126	25.18
O	-41.968	1.248	-2.33
O	-17.485	-5.448	-4.757
O	-23.691	0.327	-5.186
O	-36.68	6.404	24.293
O	37.479	-7.652	-5.446
O	-40.272	-5.323	-4.261
O	2.748	0.385	-3.668
O	18.271	-1.186	23.265
O	-32.725	-0.011	-0.432
O	-34.691	1.535	-1.214
O	20.064	-7.294	-5.111
O	24.438	-2.062	-3.331
O	10.73	-1.685	25.375
O	48.797	5.625	-0.242
O	-40.073	2.665	-3.49
O	-25.299	-7.339	-1.438
O	-30.911	-7.581	-0.997
O	-12.203	1.572	25.902
O	-45.617	-4.015	-0.981
O	-35.855	-7.711	-2.993
O	-7.737	7.732	-3.849
O	9.05	-4.422	23.129
O	-41.838	7.444	-3.212
O	1.958	3.395	-1.091
O	-27.308	5.41	-0.618
O	32.143	-2.414	-3.964
O	-38.129	5.284	-0.547
O	39.04	3.748	-6.4
O	-12.063	-3.774	22.982
O	-19.724	-1.789	-1.215
O	-33.243	6.901	23.121
O	-15.22	4.259	-3.991
O	-39.188	1.989	22.835
O	13.557	5.384	22.432
O	-43.597	-0.369	-3.562
O	-35.114	2.411	-3.56
O	28.859	-3.113	-5.891
O	-2.893	-5.502	22.365
O	-31.655	4.155	-1.536
O	-47.683	-4.03	-2.605
O	-45.817	4.458	-3.246
O	-21.921	-3.308	25.681
O	-39.04	-0.818	-6.009
O	-48.289	-5.895	-0.835
O	-31.193	-1.128	23.272
O	-17.27	0.489	-6.78
O	-11.112	6.107	-7.004
O	-2.51	5.009	25.144
O	-30.663	4.017	22.934
O	-32.647	2.567	22.176
O	-28.968	4.594	24.799
O	20.55	4.01	24.37
O	27.192	3.241	25.369
O	-37	1.004	-2.443
O	-36.316	-3.454	24.99
O	41.011	2.613	-0.135
O	-28.828	6.595	23.151
O	42.377	-1.134	-2.669
O	-8.993	0.402	-6.131
O	33.894	-3.658	-2.506
O	-33.762	5.137	24.96
O	-9.903	-0.831	-1.348
O	-25.756	3.691	23.111
O	-19.148	7.995	-0.528
O	-18.495	-2.419	-3.429
O	41.504	-2.167	26.186
O	0.129	6.861	-4.293
O	17.943	-7.215	23.447
O	-26.194	-1.62	22.989
O	-25.97	1.385	-1.655
O	-48.677	-2.505	25.323
O	-18.478	1.442	22.673
O	-5.77	5.985	-3.581
O	-41.457	-6.429	-6.462
O	-22.499	-3.961	-4.276
O	4.162	4.317	-2.117
O	-18.959	-5.442	22.059
O	-16.923	-3.954	22.71
O	-30.21	-5.025	-3.806
O	-40.831	-5.966	25.165
O	-9.644	-7.661	-1.259
O	-26.592	5.845	24.321
O	-5.805	-5.302	-3.353
O	-21.385	7.828	-4.613
O	-35.17	5.363	22.077
O	5.217	4.106	-6.007
O	-45.428	-5.146	25.325
O	-22.965	1.357	23.274
O	-15.589	-1.692	22.773
O	-27.184	-0.872	25.291
O	31.859	-4.085	23.308
O	11.224	-3.054	-3.109
O	-13.8	5.462	24.926
O	-7.991	5.175	25.741
O	32.486	-7.286	-5.343
O	-16.367	-0.09	-0.447
O	14.864	-3.218	26.198
O	-14.555	-1.765	-1.329
O	1.747	5.334	-2.826
O	7.641	2.054	24.597
O	-11.22	-7.588	-3.308
O	-21.07	-6.095	-3.785
O	-48.181	5.277	-4.099
O	-2.945	-8.124	-0.74
O	-33.341	-0.258	-3.639
O	-12.851	-3.785	-1.184
O	31.186	5.029	-5.308
O	-47.296	-2.41	-5.545
O	46.988	-5.899	-5.346
O	-17.695	6.127	-1.656
O	48.529	-5.894	-3.218
O	-9.321	3.259	24.524
O	-33.93	3.247	-5.723
O	-37.803	-5.829	-3.429
O	-35.901	1.542	-6.007
O	-0.691	7.121	-1.239
O	-8.277	-4.585	-2.791
O	18.081	2.466	-3.232
O	-9.166	7.803	-6.073
O	41.286	0.229	25.305
O	4.163	-1.293	-2.385
O	19.462	1.666	-1.036
O	30.351	5.591	22.343
O	-32.186	1.298	-5.429
O	-27.075	-5.596	-0.493
O	-12.455	6.089	22.736
O	-21.691	-0.035	-0.451
O	-39.482	-4.823	-1.682
O	39.588	-4.112	-5.951
O	-34.314	-6.438	-6.234
O	-2.276	6.107	22.825
O	-36.119	-7.988	-5.499
O	-31.999	1.926	-2.834
O	-2.129	-3.656	25.966
O	16.297	6.06	25.852
O	-23.372	-7.351	-3.276
O	-7.299	-4.594	23.051
O	-17.759	-3.685	-1.29
O	27.147	0.088	-0.166
O	-44.913	-3.531	-5.727
O	-19.561	5.083	25.415
O	-29.654	-0.027	25.273
O	-24.874	7.074	-5.943
O	-21.615	-2.753	22.098
O	12.057	6.935	-2.406
O	-47.428	0.846	-5.949
O	-20.892	-6.451	-1.212
O	30.848	-7.255	-3.186
O	6.515	-2.009	23.157
O	-20.462	2.978	-1.011
O	-33.049	7.553	25.682
O	-13.597	2.675	-0.414
O	10.969	-5.433	-0.326
O	27.986	1.531	-5.088
O	12.19	3.304	23.24
O	-4.683	-7.273	23.099
O	39.833	-7.606	-6.631
O	15.821	-5.439	-3.263
O	-43.046	1.934	25.371
O	3.082	-5.647	-3.295
O	-29.005	-4.44	-1.601
O	-26.21	-1.208	-1.465
O	12.116	1.365	25.058
O	26.817	5.842	-0.297
O	-28.479	6.979	25.735
O	0.299	-0.627	-3.892
O	-31.309	5.799	24.713
O	-23.487	7.063	-1.436
O	-23.056	-4.056	-1.769
O	36.003	-2.847	-1.2
O	7.973	5.344	22.223
O	7.444	1.772	-5.141
O	-8.636	5.389	-6.887
O	13.693	6.166	25.69
O	-25.198	-2.596	25.226
O	12.314	-7.428	-5.244
O	3.213	-7.503	-5.224
O	-44.094	0.316	-1.06
O	-41.545	7.849	24.706
O	28.82	6.056	-5.491
O	2.567	6.297	-5.08
O	-24.607	-2.786	-0.306
O	35.434	-7.634	-3.699
O	-7.078	1.246	23.168
O	-32.52	-5.644	-0.36
O	-13.805	-0.098	21.881
O	28.925	7.228	-3.081
O	26.432	-1.52	25.24
O	4.296	-1.957	-6.068
O	-12.177	-1.571	-2.445
O	-16.321	2.676	21.843
O	28.2	-7.702	-5.153
O	-12.055	3.57	24.385
O	-15.563	-7.092	22.958
O	45.92	3.575	-1.453
O	-13.767	-5.451	22.038
O	10.961	-5.501	-4.037
O	30.713	7.473	-6.42
O	-17.508	-2.126	24.455
O	40.348	2.72	-4.329
O	-12.706	2.371	-4.023
O	-2.01	-5.308	-5.508
O	-10.494	4.146	22.502
O	-18.679	-6.258	-2.618
O	37.408	-5.863	25.254
O	-10.913	8.073	22.024
O	38.686	0.912	-6.021
O	-12.439	0.199	-5.655
O	-26.724	-2.455	-4.345
O	-29.53	0.322	22.056
O	19.588	-0.411	-5.072
O	-2.086	0.933	23.17
O	-27.06	-4.459	25.329
O	15.731	1.818	-3.978
O	10.785	-5.391	25.7
O	26.618	6.728	-4.322
O	-3.997	-0.88	23.095
O	29.159	-3.065	-3.319
O	4.788	-5.432	-5.338
O	-14.946	6.663	-2.712
O	2.902	8.054	-0.269
O	12.431	-3.529	24.833
O	-16.062	4.998	-6.434
O	27.987	-5.181	-4.631
O	27.437	-3.656	26.227
O	16.664	-0.225	-0.182
O	31.467	-6.026	25.192
O	-13.863	-7.409	-3.763
O	-5.449	-7.866	-2.781
O	-1.436	-1.901	-2.394
O	-36.46	-1.439	-1.577
O	28.405	-7.089	23.107
O	-43.557	5.915	-4.488
O	-43.391	-6.79	25.365
O	-8.1	-6.082	25.1
O	8.464	-6.632	24.337
O	47.434	-0.816	-6.213
O	36.966	-2.156	-5.594
O	-10.79	3.986	-3.371
O	-20.589	-7.119	23.13
O	9.501	3.513	-5.21
O	-3.502	-6.513	-3.821
O	-8.541	-0.219	21.9
O	-6.413	4.696	-5.814
O	-39.669	1.687	-1.163
O	48.285	4.097	-6.053
O	-6.208	-7.911	25.173
O	46.348	5.698	-5.608
O	-43.258	5.312	-0.431
O	-31.429	-6.603	23.243
O	30.327	2.612	-5.696
O	-4.842	6.84	-5.881
O	-4.804	-0.775	-4.003
O	22.602	2.357	24.881
O	30.576	-0.883	-2.616
O	-36.467	3.916	-5.102
O	-33.815	7.437	-4.188
O	1.027	-0.032	26.224
O	41.739	3.56	-6.306
O	40.082	0.233	-3.545
O	36.658	-3.356	23.083
O	-38.678	-4.6	25.464
O	44.684	0.112	-2.845
O	-0.103	-2.289	25.424
O	-28.957	-1.918	-3.242
O	-16.464	-7.545	-3.387
O	-10.993	-5.5	-0.468
O	-21.774	-0.334	-3.541
O	35.159	2.797	25.312
O	16.878	3.732	-5.344
O	24.522	3.85	-2.517
O	44.17	-1.681	-1.008
O	19.442	1.098	23.116
O	-16.787	2.747	-5.481
O	28.972	-1.598	25.76
O	14.107	1.414	23.194
O	38.926	-4.808	-3.456
O	-17.513	5.233	-4.294
O	38.238	4.555	-3.292
O	32.145	-5.071	-3.832
O	23.583	6.425	26.123
O	-2.324	7.231	-3.18
O	-10.398	-4.563	-6.824
O	-7.92	-3.891	-5.22
O	32.899	2.735	22.293
O	-35.304	-5.19	-3.221
O	0.881	4.344	-5.126
O	-3.693	-3.034	-3.155
O	-33.658	2.706	25.939
O	7.259	5.856	-5.557
O	-17.801	-1.991	-5.91
O	-10.731	2.177	-5.584
O	-5.84	3.081	21.94
O	-5.281	5.286	-0.464
O	-41.349	4.66	-4.358
O	20.12	-5.051	-3.692
O	42.356	-6.972	-6.281
O	-21.307	1.471	-5.366
O	2.05	-4.617	-5.358
O	-14.397	4.223	22.722
O	-18.458	0.233	24.9
O	-39.001	7.049	23.141
O	-43.844	-7.784	-4.658
O	22.906	-1.786	-1.274
O	-25.312	7.187	-3.338
O	47.857	-4.153	-1.387
O	32.244	-3.652	25.872
O	18.156	-6.764	-3.375
O	-10.42	-4.424	-4.29
O	-27.549	-4.965	-3.789
O	0.976	1.631	-5.131
O	-31.488	-4.436	24.939
O	-28.262	0.335	-1.18
O	17.824	1.363	-5.602
O	36.687	4.425	-5.474
O	-8.199	-2.654	-0.386
O	-41.429	3.617	-1.325
O	-40.83	0.003	22.132
O	25.08	1.622	25.668
O	32.679	6.882	23.001
O	32.417	2.936	-4.161
O	-8.758	7.654	25.219
O	-43.58	3.388	-3.451
O	-42.9	-3.289	-3.995
O	5.112	-2.416	25.28
O	-41.081	5.373	25.436
O	-45.819	1.813	-3.722
O	48.182	-3.654	23.073
O	-2.07	3.626	-3.388
O	18.912	5.747	25.394
O	33.785	0.68	24.8
O	-34.007	-3.756	26.117
O	24.935	7.078	-6.376
O	10.061	5.725	-3.735
O	-4.554	1.69	23.645
O	46.25	3.506	25.48
O	7.15	-5.731	-4.31
O	25.706	1.889	-1.197
O	35.337	-1.728	-3.585
O	-8.299	2.917	-6.224
O	-43.529	1.145	-5.695
O	42.993	2.816	25.971
O	-3.442	1.405	-3.322
O	0.031	0.044	-0.382
O	40.751	-8.051	-0.07
O	40.463	5.325	-4.894
O	-34.437	-2.727	-3.693
O	-24.791	-0.06	24.646
O	13.381	-1.222	25.724
O	-42.156	-1.182	25.427
O	-14.882	0.916	-5.908
O	42.471	-6.751	23.586
O	-19.55	-0.449	-4.852
O	-1.778	-7.92	-5.386
O	30.28	-6.02	-5.431
O	-30.745	-0.136	-3.675
O	39.881	-6.364	23.111
O	47.658	4	-3.434
O	-45.554	6.444	22.788
O	-1.193	-6.853	-2.33
O	-38.62	4.851	-3.804
O	18.312	0.258	25.409
O	-12.375	7.422	-5.225
O	31.989	-1.117	25.279
O	23.101	-4.764	-5.535
O	10.639	-0.424	-3.142
O	-22.037	-4.263	-6.815
O	15.798	-5.551	25.84
O	-29.293	-3.084	25.121
O	-9.902	6.459	-2.842
O	-19.682	2.508	24.855
O	41.243	4.165	24.549
O	-25.033	-4.265	-3.498
O	45.532	-2.127	-5.064
O	-24.442	5.9	22.727
O	24.906	2.755	-4.813
O	-46.184	-0.017	22.191
O	-46.106	5.787	25.238
O	-42.495	-1.358	-5.72
O	28.605	5.448	25.536
O	-27.098	6.112	-4.949
O	2.615	2.334	24.714
O	26.151	6.089	25.964
O	-31.324	3.72	-5.945
O	-22.313	-0.941	24.424
O	-10.885	0.419	-3.56
O	44.918	-6.631	-6.822

Results
total energy: -609932.004 eV
total energy less fixed offsets of O -438.25, Si -107.07 eV per atom: -12.804 eV

Forces (eV/angstrom) on atoms 1005 to 1683 of the 3024, counted in the order above; the others are left out for length: element, x, y, z
Si	0.008	0.012	0.07
Si	-0.013	0.012	0.031
Si	0.014	-0.002	0.044
Si	0.011	-0.023	0.06
Si	-0.129	-0.231	-0.766
Si	-0.002	-0.022	-0.593
Si	0.075	0.159	-0.748
Si	-0.154	-0.207	-0.717
Si	-0.294	-0.394	-0.617
Si	0.223	0.3	-0.662
Si	-0.207	-0.26	-0.686
Si	0.294	0.347	-0.615
Si	0.104	0.282	-0.806
Si	0.014	0.099	-0.678
Si	0.197	0.073	-0.719
Si	-0.1	-0.117	-0.756
Si	0.033	0.179	-0.621
Si	0	-0.231	-0.71
Si	-0.17	-0.263	-0.778
Si	0.289	0.173	-0.649
Si	-0.239	-0.215	-0.736
Si	0.03	0.212	-0.753
Si	0.066	-0.013	-0.118
Si	-0.172	0.12	-0.134
Si	0.083	0.135	-0.091
Si	0.065	0.017	0.033
Si	-0.077	-0.025	0.082
Si	0.044	-0.02	-0.115
Si	-0.005	-0.011	-0.243
Si	0.022	-0.025	-0.03
Si	0.093	0.075	-0.096
Si	-0.026	-0.033	-0.089
Si	-0.147	0.046	-0.026
Si	0.001	0.123	0.112
Si	0.11	0.15	-0.039
Si	0.056	-0.044	0.056
Si	0.043	0.025	0.113
Si	-0.011	0.044	-0.324
Si	-0.072	-0.008	-0.079
Si	0.028	-0.037	-0.005
Si	0.061	0.067	0.19
Si	-0.199	0.087	0.045
Si	0.013	-0.191	0.16
Si	-0.014	0.133	-0.166
Si	0.005	0.025	-0.059
Si	-0.078	-0.076	-0.095
Si	-0.114	0.002	-0.014
Si	-0.043	0.003	0.002
Si	0.029	-0.066	0.08
Si	0.046	0.001	0.019
Si	-0.074	0.183	-0.12
Si	0.072	0.057	-0.014
Si	-0.022	0.069	0.047
Si	-0.041	0.057	-0.045
Si	-0.044	0.026	-0.011
Si	-0.062	-0.014	0.082
Si	0.011	0.001	-0.018
Si	0.065	0.016	-0.127
Si	-0.03	-0.059	-0.074
Si	0.007	0.009	-0.02
Si	0.102	-0.061	-0.124
Si	0.071	-0.074	0.111
Si	0.098	0.154	-0.133
Si	0.015	-0.019	0.17
Si	-0.168	-0.077	-0.016
Si	-0.031	-0.01	0.206
Si	0.014	0.013	0.046
Si	0.07	-0.02	0.1
Si	-0.004	0.023	-0.036
Si	0.129	-0.05	-0.113
Si	-0.03	-0.007	0.065
Si	0.038	-0.012	-0.236
Si	-0.017	-0.026	0.056
Si	0.043	0.206	0.097
Si	0.089	0.015	-0.053
Si	0.107	-0.049	0.011
Si	0.173	-0.105	0.764
Si	0.197	-0.121	0.76
Si	-0.141	0.143	0.687
Si	-0.006	-0.207	0.702
Si	-0.079	-0.014	0.367
Si	-0.052	0.204	0.695
Si	-0.24	0.119	0.648
Si	-0.034	0.014	0.491
Si	-0.368	0.073	0.723
Si	-0.107	0.189	0.68
Si	0.265	-0.045	0.646
Si	0.045	-0.028	0.717
Si	0.075	-0.178	0.725
Si	-0.215	0.189	0.684
Si	0.267	-0.115	0.67
Si	-0.427	0.178	0.686
Si	-0.155	0.037	0.706
Si	0.072	-0.02	0.731
Si	-0.012	-0.004	-0.067
Si	0.001	0.029	-0.023
Si	0.043	-0.013	-0.029
Si	-0.005	-0.008	-0.037
Si	0.006	0	-0.042
Si	-0.001	-0.005	-0.045
Si	0.007	-0.03	-0.026
Si	-0.002	0.027	-0.043
Si	-0.017	0.004	-0.097
Si	0.048	-0.027	-0.07
Si	-0.015	-0.01	-0.032
Si	0.046	-0.032	-0.055
Si	0.031	-0.027	-0.041
Si	-0.003	-0.037	-0.059
Si	-0.009	0.016	-0.021
Si	-0.012	0.006	-0.025
Si	-0.043	0.028	-0.053
Si	0.017	-0.014	-0.03
Si	0.005	-0.006	0.044
Si	-0.008	-0.033	0.011
Si	0.001	0.032	-0.003
Si	-0.016	0.028	0.039
Si	-0.006	-0.002	0.033
Si	-0.004	-0.002	-0.003
Si	-0.009	0.028	0.002
Si	-0.015	-0.005	0.029
Si	0.011	-0.02	-0.011
Si	0.028	0.028	-0.004
Si	-0.014	0.011	0.014
Si	-0.01	-0.003	0.042
Si	0.009	0.01	0.03
Si	-0.011	0.006	0.01
Si	-0.015	-0.039	0.035
Si	0.002	0.01	0.007
Si	-0.01	0.004	0.053
Si	-0.022	0.001	0.02
Si	-0.001	-0.002	-0.021
Si	0.016	0.021	-0.045
Si	0.003	-0.002	0.003
Si	0.011	-0.01	-0.001
Si	-0.01	-0.028	-0.029
Si	0.019	0.005	0.013
Si	0.01	-0.014	0.003
Si	0.004	0.005	-0.006
Si	-0.006	-0.006	0.006
Si	-0.02	-0.002	0.013
Si	-0.006	0.027	0.017
Si	0.008	-0.022	-0.019
Si	0.004	-0.012	0.003
Si	-0.007	0.018	0.027
Si	0.024	0.019	-0.008
Si	-0.008	-0.028	0.016
Si	0.025	0	0.001
Si	-0.013	-0.006	-0.01
Si	0.009	0.011	-0.018
Si	-0.015	0.009	-0.015
Si	-0.006	0.001	-0.004
Si	-0.003	-0.017	0.005
Si	0.006	0	-0.015
Si	0.002	0.011	0.002
Si	0.009	0.001	-0.008
Si	-0.01	-0.007	-0.008
Si	0.007	-0.015	-0.019
Si	-0.026	0.005	-0.001
Si	-0.015	0.008	-0.012
Si	0.005	0.009	-0.001
Si	0.001	0.007	-0.001
Si	-0.001	-0.012	0.004
Si	-0.004	-0.002	0.013
Si	0.004	0.016	0.001
Si	0	0.019	-0.004
Si	0.008	0	-0.004
Si	-0.018	0.004	0.004
Si	0.004	-0.001	-0.018
Si	0.01	0.016	-0.003
Si	0	0.002	-0.003
Si	-0.011	-0.018	0.026
Si	-0.008	0.009	0.011
Si	0.003	0.014	0.025
Si	-0.023	-0.004	-0.004
Si	0.015	-0.011	0.018
Si	-0.006	0.002	-0.011
Si	0.008	-0.012	0.004
Si	-0.006	-0.019	0.01
Si	-0.002	0.008	-0.016
Si	0.023	0.009	0.002
Si	0	-0.011	0.005
Si	0.012	0.005	-0.001
Si	-0.01	-0.003	0.017
Si	0.02	-0.006	-0.009
Si	-0.012	0.018	-0.035
Si	-0.029	-0.013	-0.009
Si	-0.006	0.004	-0.017
Si	0.033	0.008	-0.026
Si	0.012	0.009	-0.037
Si	0.006	-0.01	-0.02
Si	0.009	-0.027	-0.016
Si	-0.025	0.031	-0.022
Si	0.021	0.013	-0.044
Si	-0.001	0.008	0.001
Si	-0.02	0.012	-0.006
Si	0.02	-0.019	-0.024
Si	0.001	-0.005	-0.003
Si	-0.021	-0.005	-0.029
Si	0.032	-0.02	-0.018
Si	-0.004	0.012	-0.019
Si	0.013	0.019	-0.037
Si	-0.024	0.007	0.007
Si	0.004	0.021	0.064
Si	0.009	-0.032	0.062
Si	0	0.059	0.035
Si	-0.032	-0.01	0.06
Si	0.021	-0.003	0.046
Si	-0.013	-0.008	0.061
Si	0.002	-0.002	0.055
Si	0.05	0.003	0.048
Si	-0.008	0.032	0.029
Si	-0.01	-0.004	0.052
Si	-0.015	-0.01	0.053
Si	0.028	0.001	0.048
Si	0	0.025	0.068
Si	0.008	0.008	0.028
Si	-0.007	-0.013	0.01
Si	-0.013	-0.011	0.045
Si	0.017	-0.003	0.04
Si	-0.025	-0.016	0.054
Si	-0.117	-0.2	-0.795
Si	0.303	0.314	-0.708
Si	0.094	0.226	-0.703
Si	-0.221	-0.033	-0.717
Si	-0.1	-0.285	-0.653
Si	0.212	0.16	-0.802
Si	-0.188	-0.262	-0.743
Si	0.285	0.298	-0.752
Si	0.099	-0.21	-0.638
Si	0.091	0.126	-0.702
Si	0.027	0.191	-0.756
Si	-0.172	-0.135	-0.793
Si	0.149	0.153	-0.78
Si	-0.178	-0.164	-0.702
Si	0.371	0.211	-0.732
Si	-0.091	-0.02	-0.769
Si	-0.114	-0.145	-0.752
Si	0.192	0.193	-0.693
Si	0.056	-0.031	-0.161
Si	0.062	0.017	0.107
Si	0.062	0.046	0.057
Si	-0.027	0.064	0.082
Si	0.028	0.06	0.033
Si	0.002	-0.136	-0.131
Si	-0.025	0.03	0.052
Si	-0.02	-0.055	-0.166
Si	0.005	0.01	-0.016
Si	-0.021	-0.098	-0.179
Si	-0.052	-0.111	-0.038
Si	0.028	0.201	-0.028
Si	0.034	0.062	0.038
Si	-0.085	0.058	0.007
Si	0.002	0.026	-0.142
Si	0.023	-0.042	-0.174
Si	-0.046	0.023	-0.086
Si	-0.04	0.001	0.007
Si	0.05	0.123	0.139
Si	0.146	0.046	0.025
Si	0.01	0.061	0.121
Si	0.008	0.074	0.095
Si	0.001	-0.068	-0.032
Si	-0.107	-0.081	0.037
Si	0.04	-0.011	0.141
Si	-0.075	-0.027	-0.041
Si	0.012	-0.078	-0.055
Si	-0.095	0.031	0.004
Si	-0.036	0.023	-0.137
Si	0.037	-0.056	0.03
Si	0.074	-0.002	0.07
Si	0.094	-0.03	0.016
Si	-0.147	0.068	0.02
Si	-0.172	-0.014	0.152
Si	-0.005	0.082	0.072
Si	-0.138	-0.027	-0.038
Si	-0.089	-0.051	-0.077
Si	-0.118	-0.015	0.079
Si	0.002	-0.033	-0.092
Si	0.001	0.014	-0.038
Si	-0.085	-0.012	0.12
Si	-0.043	0.114	-0.01
Si	-0.027	0.007	-0.144
Si	-0.031	-0.046	0.018
Si	0.069	-0.121	0.089
Si	0.056	0.026	0.004
Si	-0.01	0.018	0.06
Si	0.06	0.032	0.03
Si	0.014	-0.039	0.108
Si	0.028	0.136	0.086
Si	-0.012	0.107	0.042
Si	0.068	-0.056	-0.021
Si	-0.015	-0.11	0.053
Si	0.114	-0.022	-0.084
Si	-0.009	0	0.008
Si	-0.006	0.007	0.005
Si	0.007	0.019	0.009
Si	0.003	-0.007	0.011
Si	0.005	0.003	-0.008
Si	0.01	0.003	0.005
Si	-0.009	-0.015	0.005
Si	0.014	-0.016	-0.006
Si	-0.005	0.011	-0.002
Si	0.002	-0.004	0.007
Si	0.002	0.003	0.006
Si	0.002	0.008	0.006
Si	-0.008	0.011	0.012
Si	-0.004	0.003	0.011
Si	0.01	0.009	0.01
Si	0.009	-0.005	0.005
Si	-0.001	0.006	0.006
Si	0.001	0.001	0.012
Si	0.006	0.007	0.028
Si	0.008	-0.025	0.017
Si	-0.018	-0.001	0.019
Si	-0.021	0.003	-0.002
Si	0.006	-0.01	0.008
Si	0.005	-0.009	0.004
Si	0.016	0.001	0.006
Si	0.004	-0.02	-0.002
Si	-0.015	-0.017	0.014
Si	0	0.003	0.002
Si	-0.005	-0.018	0.003
Si	-0.002	-0.003	0.002
Si	-0.002	0.018	0
Si	-0.005	-0.003	0.011
Si	-0.014	0.01	0.01
Si	0.011	-0.008	0.006
Si	0.002	-0.007	0.014
Si	0.003	-0.008	0.007
Si	-0.007	0.009	0.003
Si	0	-0.002	-0.003
Si	-0.026	-0.012	-0.002
Si	-0.009	0.013	-0.009
Si	-0.018	-0.003	-0.003
Si	-0.01	-0.008	-0.006
Si	-0.003	0.028	0.005
Si	-0.015	0.009	0.006
Si	0.022	0.012	-0.007
Si	-0.001	0.003	0.006
Si	0.014	0.022	0
Si	0.001	-0.007	0.009
Si	-0.008	0.002	0.001
Si	0.005	-0.021	0.008
Si	0.01	0.007	-0.003
Si	0.019	-0.025	-0.009
Si	-0.008	-0.001	0.004
Si	-0.006	-0.005	0.018
Si	-0.03	-0.035	-0.009
Si	-0.001	0	-0.015
Si	-0.004	0.012	-0.001
Si	-0.008	0.001	0.005
Si	-0.005	0.004	-0.009
Si	0.008	0.008	-0.008
Si	0.012	0.007	-0.008
Si	0.014	-0.006	0.003
Si	0.013	0.016	-0.005
Si	-0.002	0.011	0.018
Si	-0.009	-0.008	0.001
Si	0.024	-0.016	0
Si	0.008	0.014	0.003
Si	0.019	-0.007	0.007
Si	0.007	-0.004	0.013
Si	0.01	0.005	0.016
Si	-0.011	-0.009	0.004
Si	-0.004	0.008	0.009
Si	-0.018	-0.004	0.002
Si	0.004	-0.005	-0.014
Si	-0.004	0.009	0.007
Si	0.001	-0.012	0
Si	-0.004	0.004	0.013
Si	0.014	-0.011	0.002
Si	0.002	0	0
Si	0.008	-0.004	-0.01
Si	-0.012	0.009	0.012
Si	-0.012	-0.003	0.004
Si	-0.001	-0.002	0.01
Si	0.008	-0.017	-0.006
Si	0.018	0.006	0.007
Si	0.007	-0.014	0.012
Si	0.004	0.005	0.004
Si	0.01	0.009	0.01
Si	-0.009	0.003	0.002
Si	0.001	0.001	0.004
Si	-0.008	0.009	0.009
Si	-0.011	0.011	-0.004
Si	0.01	-0.012	0.001
Si	-0.007	0.009	0.002
Si	0.012	0.011	0.019
Si	0.001	-0.001	0.026
Si	-0.013	0	0
Si	0.004	0.022	0.016
Si	0.006	-0.002	0.011
Si	-0.004	-0.03	-0.002
Si	0.006	-0.008	0
Si	0.005	0.005	0.008
Si	0	0.003	0.004
Si	0.016	0.001	0.013
Si	0.002	0.019	0.016
Si	0.003	-0.008	0.004
Si	-0.012	0.016	-0.017
Si	0.009	0.017	-0.004
Si	-0.006	-0.003	-0.004
Si	-0.01	0.002	-0.008
Si	-0.012	-0.002	-0.007
Si	0.009	-0.013	-0.002
Si	0.003	-0.001	-0.005
Si	-0.01	0.006	0.001
Si	-0.004	-0.011	-0.014
Si	-0.002	0.012	-0.007
Si	0.011	-0.001	0.001
Si	-0.012	0	-0.002
Si	0.003	-0.006	-0.002
Si	0.003	-0.004	-0.011
Si	0.007	-0.016	-0.007
Si	0.008	0.008	-0.002
Si	-0.006	0.002	-0.006
Si	0.013	-0.012	-0.008
Si	-0.002	0.01	-0.009
Si	0	0.006	-0.006
Si	-0.002	0.001	-0.005
Si	0.014	-0.001	0
Si	-0.001	0.007	-0.002
Si	0.002	0	-0.008
Si	0.007	0.005	-0.01
Si	-0.016	0.011	-0.011
Si	0.002	0.001	0.007
Si	-0.003	0.009	-0.007
Si	0	0.002	-0.01
Si	0.003	-0.001	-0.005
Si	0.006	0	-0.008
Si	-0.017	0.016	-0.004
Si	0.009	0.001	-0.011
Si	0.018	-0.01	-0.005
Si	0.002	0.002	-0.009
Si	-0.004	0.011	0.003
Si	0.004	-0.009	0.001
Si	0.008	-0.004	0
Si	0.009	-0.009	0
Si	0	-0.007	-0.003
Si	0.003	0.011	-0.007
Si	0.004	-0.001	0.004
Si	0.002	0	-0.001
Si	0.013	-0.005	0.001
Si	-0.002	-0.004	-0.003
Si	-0.003	0.001	0
Si	-0.001	0.008	0.008
Si	0.006	-0.005	0.009
Si	0.006	-0.016	0.002
Si	-0.008	0.003	0.004
Si	-0.002	0.009	-0.003
Si	0.009	-0.006	0.005
Si	0	-0.014	0
Si	0.006	0.002	-0.007
Si	0.005	-0.001	-0.001
Si	-0.009	0.003	0.004
Si	-0.011	0.021	-0.001
Si	-0.022	0.002	-0.002
Si	0.004	0	0.004
Si	0.001	-0.004	0.001
Si	-0.021	0.001	-0.002
Si	0.004	0.001	-0.003
Si	-0.007	-0.002	0.003
Si	-0.005	0.004	0
Si	-0.009	0.009	0
Si	-0.003	-0.002	-0.002
Si	0	-0.002	0.002
Si	-0.006	0.004	0
Si	-0.002	0.005	0.004
Si	-0.005	-0.012	-0.005
Si	-0.004	-0.002	-0.008
Si	0.004	0.004	-0.007
Si	0.01	-0.003	-0.013
Si	-0.015	0.014	-0.007
Si	0.003	0.004	-0.004
Si	-0.004	0.008	-0.006
Si	0.002	0.002	0
Si	0.002	0	0
Si	-0.001	-0.008	-0.007
Si	0.004	-0.002	0
Si	-0.002	0	-0.004
Si	0.001	-0.002	0.001
Si	-0.011	0.003	-0.007
Si	-0.001	0.01	-0.004
Si	0.001	0.001	0.005
Si	-0.004	0.006	-0.002
Si	-0.004	0.011	-0.002
Si	0.009	-0.018	-0.011
Si	0.001	0.01	-0.001
Si	0.003	0.001	-0.005
Si	0.001	-0.012	-0.008
Si	0.01	-0.002	-0.007
Si	-0.009	0.004	-0.002
Si	0.015	-0.005	-0.01
Si	-0.001	0.002	-0.015
Si	-0.014	0.013	-0.008
Si	-0.001	0.004	-0.001
Si	-0.014	-0.008	0.002
Si	0.013	-0.009	-0.008
Si	-0.003	-0.005	0
Si	0.005	-0.008	-0.003
Si	-0.01	0.012	-0.011
Si	0.003	-0.009	-0.003
Si	-0.008	-0.011	0.001
Si	0	0.001	-0.006
Si	-0.007	0.004	-0.003
Si	-0.003	-0.008	0.003
Si	-0.001	-0.008	0.002
Si	-0.005	-0.005	0.001
Si	0.009	-0.009	-0.003
Si	-0.005	0.005	0
Si	-0.004	0.004	-0.002
Si	0.013	-0.002	-0.002
Si	-0.003	-0.009	-0.001
Si	-0.005	0.006	0
Si	0.003	-0.003	-0.005
Si	0.01	0.014	0
Si	-0.004	0.007	0
Si	-0.003	0.012	0
Si	0.003	0.007	-0.001
Si	-0.005	-0.007	-0.002
Si	0.001	-0.013	0
Si	0.008	-0.01	-0.005
Si	0.005	-0.004	0.003
Si	0	-0.001	0
Si	-0.006	-0.004	-0.007
Si	-0.007	0.008	0.007
Si	-0.006	0	0.002
Si	0.003	-0.004	-0.001
Si	0.001	-0.003	-0.001
Si	0.002	-0.014	0.006
Si	-0.014	-0.008	-0.001
Si	0.014	0.01	-0.006
Si	0.007	0.005	0.004
Si	-0.019	-0.003	0
Si	-0.009	-0.012	0.003
Si	-0.004	0.002	0
Si	0	-0.003	-0.001
Si	0.005	0.002	-0.011
Si	0.003	0.007	0.007
Si	-0.007	-0.01	-0.001
Si	0.001	0.006	-0.002
Si	-0.007	0.001	0.001
Si	-0.001	-0.003	-0.001
Si	0.007	-0.006	-0.009
Si	-0.01	-0.007	-0.004
Si	-0.001	0.004	-0.003
Si	0.003	0.008	-0.009
Si	0.004	0.002	-0.002
Si	-0.007	0.004	-0.006
Si	-0.01	-0.008	-0.004
Si	-0.008	-0.001	-0.001
Si	0.009	-0.003	-0.006
Si	0.001	-0.005	-0.008
Si	0.009	0.005	-0.009
Si	-0.005	0.001	-0.006
Si	-0.003	0.002	-0.01
Si	0.01	0.006	-0.002
Si	0.006	0.003	-0.008
Si	0.001	0.02	-0.01
Si	-0.011	0.004	-0.007
Si	-0.015	-0.018	-0.007
Si	-0.006	-0.008	0.002
Si	0.005	0	-0.008
Si	0.003	0.002	0.001
Si	-0.021	-0.009	-0.005
Si	-0.005	0.004	-0.005
Si	0.016	0.015	-0.008
Si	0.01	0.01	-0.007
Si	0.001	-0.008	-0.014
Si	-0.002	-0.001	-0.011
Si	-0.002	-0.011	-0.009
Si	-0.003	-0.008	-0.001
Si	0.006	-0.009	0.004
Si	0.003	0	-0.007
Si	-0.005	0.004	-0.007
Si	0	-0.004	-0.002
Si	0.004	0.006	0
Si	0.01	0.014	0.001
Si	-0.004	-0.016	0.004
Si	0.003	-0.002	-0.005
Si	0.013	0	0.004
Si	-0.004	0.011	0.003
Si	-0.012	-0.023	0.004
Si	0.007	-0.001	0.001
Si	0.005	0.009	0
Si	0.002	-0.001	-0.014
Si	-0.005	-0.002	-0.012
Si	0.002	0.002	-0.008
Si	0.005	-0.003	-0.005
Si	0.003	0.01	0
Si	-0.001	-0.004	0.002
Si	0.015	0.005	-0.007
Si	0	0.002	-0.002
Si	-0.003	-0.017	-0.002
Si	0.005	0.008	-0.009
Si	0.009	0.004	-0.001
Si	0	-0.007	0.007
Si	-0.002	-0.007	-0.001
Si	-0.003	0.001	-0.006
Si	0.012	0.001	0.007
Si	-0.017	-0.011	0.002
Si	0.01	0.012	-0.001
Si	0.007	0.009	0.003
Si	-0.008	-0.015	-0.001
Si	0.022	0.007	-0.003
Si	-0.016	0.01	-0.001
Si	0.005	0.005	0.002
Si	0.004	0.002	-0.01
Si	0.001	0.017	0.002
Si	-0.003	0.007	-0.005
Si	-0.011	-0.004	0.001
Si	-0.005	0.004	-0.006
Si	-0.002	0.003	0.001
Si	0.009	-0.006	-0.005
Si	0.005	0.009	-0.008
Si	-0.001	0.003	-0.005
Si	0	0.003	0.003
Si	0.009	-0.004	0.003
Si	0.004	-0.01	-0.001
Si	0.001	0.004	-0.002
Si	-0.008	0.003	0.003
Si	0	-0.003	0.002
Si	0.004	0.005	-0.001
Si	-0.016	-0.004	-0.008
Si	0.004	-0.007	-0.004
Si	0.004	0.002	-0.006
Si	0.006	-0.004	0
Si	0.006	0.004	-0.001
Si	-0.015	0.003	-0.003
Si	-0.005	0.005	-0.003
Si	-0.008	0.013	0.001
Si	0.003	0	0.001
Si	-0.003	-0.01	-0.007
Si	0	-0.006	-0.003
Si	0.013	-0.002	-0.003
Si	0.003	-0.002	-0.004
Si	-0.007	0.005	-0.003
Si	0.005	0.002	0.004
Si	-0.002	0.002	0.001
Si	0.01	0.001	-0.012
Si	0.001	0.009	-0.004
Si	0.003	-0.009	-0.003
Si	0.003	0.002	-0.005
Si	-0.005	0	-0.005
Si	0.003	-0.005	-0.006
Si	-0.006	0.003	-0.01
Si	0.004	-0.002	0.003
Si	0.002	-0.004	0.006
Si	0	0.001	-0.004
Si	0.01	-0.008	-0.006
Si	0.004	0.006	-0.002
Si	-0.006	-0.001	-0.001
Si	-0.006	0.011	0
Si	0.004	-0.002	-0.002
Si	0.006	-0.012	-0.005
Si	0.004	0.004	-0.004
Si	-0.008	0.002	0.006
Si	0.003	0	0.002
Si	-0.001	0.001	-0.002
Si	0.012	-0.007	0
Si	0	0	0.005
Si	-0.004	0.012	0.001
Si	0.01	-0.002	0.008
Si	0.003	-0.01	0.001
Si	0.004	-0.008	0.005
Si	-0.012	0.008	0.004
Si	0.005	-0.003	0.006
Si	0.014	-0.004	0.008
Si	-0.002	0.003	0.005
Si	-0.007	-0.002	0.006
Si	-0.001	0	-0.002
Si	-0.011	0.003	0.004
Si	0.012	-0.001	0.007
Si	0.001	-0.013	0.007
Si	-0.013	-0.006	0
Si	-0.001	0.005	0
Si	-0.005	-0.011	0.006
Si	-0.003	0.004	0.007
Si	-0.016	0.01	-0.001
Si	-0.009	0.012	0
